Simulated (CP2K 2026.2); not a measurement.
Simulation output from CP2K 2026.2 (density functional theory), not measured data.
Periodic cell of 2003 atoms, Si1440O563, from a study of silicon, its oxide and their interface. The atomic structure is a simulated model.
Doubt: the forces sum to 4.42 eV/angstrom along one axis rather than to zero, so they err by at least 0.0022 eV/angstrom per atom on average; the grid cutoff is modest.

Settings: functional PBE; method Gaussian and plane waves; basis set DZVP-MOLOPT-SR-GTH; pseudopotentials GTH-PBE; grid cutoff 300 Ry, relative cutoff 40 Ry; k points Gamma only; occupations fixed; spin none; net charge 0.

Cell vectors (angstrom)
a	65.28	0	0
b	0	16.32	0
c	1.2089	0.9255	33.7184

Atoms and the computed forces on them: element, x, y, z (angstrom), force x, y, z (eV/angstrom)
Si	0.766	-0.723	2.839	-0.002	0.03	-0.002
Si	3.595	1.78	3.19	-0.221	0.243	0.521
Si	1.916	3.544	3.013	0.134	-0.109	0.635
Si	3.786	7.026	3.093	0.117	-0.022	0.719
Si	1.542	-7.133	3.006	-0.082	0.15	0.739
Si	4.313	-4.502	3.161	0.352	-0.205	0.469
Si	6.791	-0.77	2.764	0.549	0.175	0.392
Si	9.705	1.034	3.308	0.034	0.028	-0.041
Si	6.911	3.848	3.003	-0.027	0.04	0.016
Si	10.055	6.141	3.031	0.173	-0.147	0.612
Si	6.131	10.183	3.025	-0.135	0.133	0.65
Si	9.885	11.816	3.003	0.024	-0.05	-0.004
Si	11.43	-0.731	3.082	-0.194	0.075	0.706
Si	14.815	1.212	2.984	-0.023	0.028	0.672
Si	11.827	4.387	3.066	-0.039	-0.008	-0.084
Si	14.7	6.853	2.755	0.053	-0.161	0.692
Si	11.543	9.945	2.922	-0.099	0.188	0.467
Si	15.207	11.689	3.01	0.165	-0.207	0.619
Si	16.994	-1.044	2.826	0.371	-0.35	0.079
Si	20.02	1.653	2.855	0.104	-0.301	0.586
Si	17.692	3.722	2.861	-0.158	0.201	0.765
Si	20.199	6.669	2.774	-0.029	0.197	0.633
Si	16.924	9.922	3.06	-0.275	0.24	0.55
Si	20.306	-3.553	2.168	0.34	0.285	0.488
Si	23.46	-1.853	2.637	0.084	0.104	-0.008
Si	26.016	0.937	2.558	-0.013	0.139	0.711
Si	22.346	4.389	2.692	0.251	-0.062	0.646
Si	24.805	6.904	1.89	-0.063	-0.208	0.62
Si	22.91	9.416	2.387	-0.4	0.493	0.178
Si	25.136	12.692	2.64	-0.202	0.08	0.491
Si	28.137	-1.426	2.415	0.177	-0.157	0.62
Si	31.312	0.848	2.479	-0.16	0.216	0.713
Si	27.748	3.864	1.445	-0.166	-0.286	0.621
Si	29.841	6.27	1.808	0.284	0.017	0.553
Si	27.608	-8.016	1.995	0.049	0.12	0.551
Si	30.721	11.183	2.345	-0.326	-0.252	0.46
Si	-31.449	-1.034	1.949	-0.022	0.04	0.027
Si	-25.283	3.988	2.109	0.311	0.105	0.595
Si	34.462	4.075	2.006	0.254	0.427	0.389
Si	36.668	6.795	2.465	0.451	-0.263	0.196
Si	-30.953	-7.572	1.885	-0.04	-0.173	0.14
Si	37.607	11.971	2.628	0.078	-0.04	0.073
Si	-27.727	-3.74	0.285	0.236	-0.589	0.162
Si	-22.746	0.471	2.825	0.138	-0.178	0.455
Si	37.863	5.775	0.702	-0.435	0.057	0.474
Si	-22.526	6.282	2.545	0.35	-0.35	0.41
Si	39.079	10.017	2.735	-0.205	0.226	0.491
Si	-23.112	11.822	2.126	-0.184	-0.348	0.361
Si	-20.67	-0.769	2.636	0.028	-0.013	-0.077
Si	-17.374	1.38	2.671	0.299	-0.336	0.474
Si	-20.885	4.474	2.039	-0.435	0.604	-0.105
Si	-17.805	7.291	2.878	-0.264	0.189	0.388
Si	-19.7	8.793	2.648	0.013	-0.071	-0.02
Si	-18.009	11.936	2.25	0.149	-0.541	0.251
Si	-14.466	-1.42	2.725	-0.338	0.271	0.179
Si	-12.4	1.872	3.07	0.039	-0.035	-0.029
Si	-14.167	3.504	3.017	0.215	0.101	0.573
Si	-11.992	6.979	2.73	-0.415	0.23	0.289
Si	-14.776	9.605	2.899	-0.01	0.012	0.001
Si	-12.297	12.574	2.691	0.363	-0.364	0.201
Si	-8.784	-1.854	2.692	0.121	-0.11	0.601
Si	-7.136	1.82	3.027	-0.239	0.207	0.51
Si	-8.832	3.568	2.831	0.054	0.013	-0.061
Si	-6.421	6.684	2.953	-0.065	0.059	0.043
Si	-9.405	-6.642	2.762	-0.001	0.001	0.09
Si	-7.02	-3.699	2.928	-0.309	0.227	0.412
Si	-3.862	-1.582	3.087	-0.018	0.116	0.643
Si	-0.901	1.043	3.115	0.209	-0.271	0.455
Si	-4.642	4.917	2.851	-0.156	0.068	0.666
Si	-1.9	7.539	2.916	-0.238	0.058	0.649
Si	-3.696	-7.041	3.033	0.155	-0.308	0.478
Si	-1.677	-3.754	3.014	0.128	-0.017	0.724
Si	2.502	0.064	4.327	0.013	-0.029	-0.042
Si	5.379	2.722	4.386	0.013	-0.051	-0.021
Si	2.656	5.396	4.331	-0.027	-0.012	-0.039
Si	5.375	8.282	4.272	0	0.032	-0.042
Si	2.636	-5.534	4.372	0.008	0.03	-0.009
Si	5.126	-2.677	4.394	-0.146	-0.382	0.382
Si	8.151	-0.134	4.563	-0.052	0.013	-0.118
Si	10.816	2.739	4.426	0.005	0.017	-0.015
Si	8.221	5.307	4.312	0.028	0.007	-0.042
Si	10.747	8.118	4.218	-0.02	-0.042	-0.014
Si	8.037	10.946	4.232	-0.035	0.001	-0.004
Si	10.752	-2.699	4.265	0.009	0.021	-0.084
Si	13.319	0.008	4.307	-0.032	-0.008	-0.039
Si	16.152	2.65	4.259	-0.017	0.009	-0.064
Si	13.517	5.444	4.277	0.018	0.02	-0.074
Si	15.952	8.183	4.217	0.071	-0.056	-0.009
Si	13.368	10.838	4.201	-0.01	0.027	-0.015
Si	16.063	-2.742	4.192	-0.013	0.001	0.012
Si	18.794	-0.011	4.005	-0.013	0.039	-0.008
Si	21.486	2.818	4.216	0.023	0.027	-0.027
Si	18.757	5.417	4.114	0.005	-0.031	-0.023
Si	21.508	8.253	3.926	-0.031	-0.058	-0.027
Si	18.669	10.929	4.185	-0.202	-0.259	0.485
Si	21.634	-2.65	3.866	-0.057	-0.014	0.022
Si	24.409	-0.098	3.908	-0.068	-0.01	-0.036
Si	27.114	2.771	3.528	-0.01	0.002	-0.08
Si	24.189	5.522	3.718	-0.03	0.026	-0.082
Si	27.77	8.743	4.21	-0.008	-0.027	0.023
Si	24.236	10.855	3.783	0.004	-0.009	0.006
Si	26.991	-2.84	3.882	0.005	-0.012	-0.066
Si	29.77	-0.296	3.751	-0.049	0.078	-0.034
Si	32.519	2.437	3.792	-0.369	-0.154	0.391
Si	30.569	6.083	3.997	0.016	0.059	0.01
Si	32.391	7.678	4.076	-0.26	-0.106	0.433
Si	29.566	10.351	4.196	-0.009	0.002	-0.034
Si	32.445	-2.999	3.881	-0.039	-0.019	0.645
Si	35.774	0.222	3.864	-0.224	-0.207	0.725
Si	38.055	2.371	3.96	0.132	0.189	0.665
Si	35.439	5.319	3.79	-0.051	-0.072	-0.122
Si	38.121	8.138	3.788	0.028	-0.075	0.036
Si	35.683	10.939	3.804	0.322	0.376	0.354
Si	38.556	-2.645	4.005	-0.302	-0.33	0.18
Si	-24.541	-0.442	4.029	0.262	0.381	0.085
Si	-21.949	2.367	4.028	-0.186	-0.238	0.53
Si	-24.242	5.246	3.813	-0.05	-0.024	-0.139
Si	-21.46	7.882	3.911	-0.032	0.046	0.002
Si	-24.283	10.749	3.894	0.04	0.018	-0.034
Si	-21.654	-2.552	3.813	0.326	0.136	0.376
Si	-18.919	0.132	3.958	0.051	-0.055	0.006
Si	-16.072	2.683	4.139	-0.003	0.023	0.032
Si	-18.741	5.552	4.116	0.316	0.305	0.384
Si	-16.12	8.225	4.174	0.019	-0.016	0.065
Si	-18.994	10.677	3.927	0.035	-0.066	0.029
Si	-16.186	-2.494	3.951	0.383	0.132	0.305
Si	-13.373	0.058	4.18	-0.027	-0.023	0.005
Si	-10.604	2.784	4.217	0.023	-0.005	0.03
Si	-13.315	5.47	4.02	0.004	0	-0.032
Si	-10.726	8.313	4.177	-0.05	0.014	-0.01
Si	-13.461	11.068	4.125	0.048	0.002	0.021
Si	-10.656	-2.662	4.009	0.057	0.024	-0.012
Si	-8.073	-0.025	4.149	-0.028	-0.046	-0.005
Si	-5.407	2.97	4.12	0.026	0.04	-0.102
Si	-8.019	5.43	4.139	-0.029	0.008	0.004
Si	-5.333	8.211	4.35	0.051	0.01	-0.007
Si	-8.128	-5.325	4.209	0.055	0.059	0.054
Si	-5.416	-2.732	4.36	-0.022	-0.004	-0.013
Si	-2.656	0.032	4.303	0.005	0.004	-0.064
Si	0.102	2.75	4.336	0.048	0.046	-0.029
Si	-2.796	5.684	4.147	-0.016	0.031	-0.144
Si	-0.097	8.179	4.322	0.007	-0.017	-0.033
Si	-2.71	-5.378	4.358	0.022	-0.011	-0.001
Si	-0.062	-2.532	4.199	0.037	-0.021	-0.067
Si	1.321	1.421	5.819	-0.005	-0.019	0.003
Si	4.077	4.143	5.74	-0.016	-0.018	-0.043
Si	1.238	6.744	5.656	0.043	0.051	-0.014
Si	4.013	9.5	5.766	0.047	0.007	0.01
Si	1.288	-3.994	5.566	-0.03	-0.029	-0.02
Si	3.812	-1.337	5.753	0.014	0	-0.021
Si	6.7	1.308	5.728	-0.032	-0.013	0.023
Si	9.435	4.018	5.803	0.024	-0.014	0.028
Si	6.788	6.815	5.538	-0.03	-0.009	-0.023
Si	9.326	9.458	5.592	0.008	0.033	-0.044
Si	6.753	12.379	5.64	-0.021	0.025	-0.079
Si	9.449	-1.522	5.834	0.014	-0.024	-0.013
Si	12.169	1.401	5.764	-0.031	0.033	0.028
Si	14.846	4.058	5.605	-0.002	-0.008	0.025
Si	12.184	6.863	5.636	0.027	0.002	-0.021
Si	14.682	9.515	5.643	-0.01	0.007	-0.024
Si	12.156	12.29	5.608	0.012	0.012	-0.021
Si	14.697	-1.424	5.579	0.029	0.013	0.02
Si	17.549	1.302	5.546	0.049	-0.003	0.028
Si	20.148	4.146	5.558	-0.011	0.024	0.032
Si	17.428	6.809	5.455	0.004	0.006	0.025
Si	20.184	9.56	5.364	0.002	0.034	-0.008
Si	17.514	12.367	5.595	0.009	-0.005	-0.024
Si	20.272	-1.331	5.295	-0.017	-0.009	0.018
Si	23.037	1.36	5.238	0.03	0.006	-0.01
Si	25.739	4.131	4.966	0.024	0.013	-0.022
Si	22.955	6.872	5.236	-0.053	0.014	0.002
Si	25.776	9.619	5.193	-0.022	-0.022	-0.073
Si	22.905	12.183	5.243	-0.006	-0.02	-0.047
Si	25.773	-1.396	5.319	-0.029	-0.028	-0.037
Si	28.538	1.382	4.973	0.007	-0.017	-0.023
Si	31.373	4.096	5.072	-0.019	0.013	-0.046
Si	28.726	6.887	5.288	0.021	-0.058	-0.001
Si	31.335	9.37	5.377	0.004	-0.048	-0.001
Si	28.462	12.168	5.238	0.025	0.037	-0.021
Si	31.22	-1.473	5.202	0.029	-0.03	-0.058
Si	34.05	1.265	5.183	0.014	-0.032	-0.013
Si	36.814	3.986	5.171	0.007	-0.047	-0.006
Si	34.094	6.625	5.267	0.034	0.036	0.008
Si	36.836	9.464	5.257	0.012	0.063	-0.055
Si	34.052	12.098	5.136	-0.025	-0.004	-0.02
Si	36.868	-1.439	5.173	0.011	0.031	-0.016
Si	-25.718	1.184	5.297	0.021	-0.007	-0.048
Si	-23.069	3.936	5.357	0.061	0.004	-0.008
Si	-25.699	6.716	5.055	-0.023	-0.011	-0.02
Si	-22.916	9.332	5.164	0.017	-0.015	-0.001
Si	-25.519	12.188	5.351	-0.018	0.014	-0.042
Si	-22.957	-1.431	5.442	0.125	-0.011	0.021
Si	-20.233	1.466	5.35	-0.022	-0.032	0.026
Si	-17.443	4.103	5.408	-0.008	-0.028	-0.016
Si	-20.228	6.712	5.5	0.055	0.008	-0.043
Si	-17.552	9.571	5.445	-0.04	0.001	-0.024
Si	-20.38	12.179	5.126	-0.043	0.058	-0.033
Si	-17.592	-1.253	5.351	-0.028	-0.002	0.003
Si	-14.834	1.301	5.547	-0.005	-0.052	-0.059
Si	-11.986	4.192	5.513	-0.068	-0.029	-0.063
Si	-14.768	6.77	5.406	0.002	-0.008	-0.028
Si	-12.132	9.656	5.487	-0.008	0.002	-0.001
Si	-14.947	12.346	5.389	-0.05	0.05	-0.005
Si	-12.002	-1.321	5.457	0.012	-0.008	0.006
Si	-9.436	1.286	5.577	-0.006	-0.009	-0.048
Si	-6.731	4.154	5.642	-0.044	0.049	0.005
Si	-9.412	6.838	5.47	-0.001	-0.048	-0.028
Si	-6.759	-6.704	5.557	0.036	0.023	-0.009
Si	-9.479	-4.006	5.561	-0.027	0.035	0.008
Si	-6.72	-1.265	5.622	-0.013	0.033	0.011
Si	-4.054	1.515	5.48	-0.053	-0.007	0.027
Si	-1.395	4.199	5.473	-0.049	-0.008	-0.018
Si	-4.009	6.898	5.744	-0.008	0.023	0.009
Si	-1.31	-6.692	5.712	0.003	-0.013	-0.004
Si	-4.106	-4.099	5.72	0.02	0.011	0.009
Si	-1.369	-1.309	5.733	0.029	0.001	-0.007
Si	-0.042	0.041	7.119	-0.018	0.015	-0.017
Si	2.729	2.767	7.102	-0.007	-0.03	0.019
Si	-0.089	5.434	7.019	-0.001	-0.007	0.025
Si	2.634	8.113	7.038	-0.024	-0.003	-0.024
Si	0.016	-5.336	7.038	0.007	0.025	0.009
Si	2.564	-2.725	7.097	0.015	-0.016	0.01
Si	5.301	-0.023	7.056	0.017	0.006	-0.008
Si	8.044	2.673	7.106	0.004	-0.058	-0.01
Si	5.44	5.515	7.023	0.056	0.006	0.012
Si	8.056	8.139	7.023	-0.024	-0.014	0.021
Si	5.389	10.948	7.009	-0.013	-0.007	-0.012
Si	8.057	-2.77	7.177	-0.046	-0.02	0.052
Si	10.794	-0.02	7.057	-0.001	0.014	-0.012
Si	13.542	2.743	7.055	0.012	0.008	-0.004
Si	10.826	5.466	7.015	0.023	-0.004	-0.021
Si	13.456	8.169	7.076	0.007	-0.009	0.042
Si	10.746	10.869	6.911	-0.002	-0.012	-0.067
Si	13.46	-2.741	7.044	0.021	-0.003	0.033
Si	16.165	-0.058	6.876	0.005	-0.012	-0.029
Si	18.875	2.709	6.889	-0.006	0.026	-0.004
Si	16.187	5.451	6.919	0.011	-0.008	-0.014
Si	18.874	8.161	6.751	-0.011	0.03	-0.011
Si	16.161	10.902	6.881	-0.024	-0.006	0.009
Si	18.986	-2.647	6.821	0.033	0.029	-0.011
Si	21.664	0.028	6.645	-0.031	-0.006	0.005
Si	24.455	2.765	6.493	0.013	0.031	0.012
Si	21.653	5.52	6.71	-0.001	0.015	-0.003
Si	24.432	8.179	6.542	0.024	-0.005	-0.011
Si	21.613	10.869	6.7	0.036	-0.011	0.017
Si	24.346	-2.771	6.605	0	0.019	-0.035
Si	27.196	0.056	6.501	0.017	0.024	-0.039
Si	29.919	2.721	6.384	0.05	-0.026	0.013
Si	27.184	5.442	6.397	-0.013	-0.005	-0.04
Si	29.991	8.104	6.809	-0.003	0.008	-0.021
Si	27.085	10.917	6.662	0.014	-0.004	0.012
Si	29.871	-2.794	6.572	0.011	-0.013	0.011
Si	32.658	-0.098	6.509	0.026	-0.023	0.005
Si	35.41	2.651	6.557	-0.001	0.014	-0.023
Si	32.723	5.295	6.617	-0.062	0.041	0.005
Si	35.429	8.094	6.564	-0.04	-0.005	0.005
Si	32.737	10.789	6.587	-0.021	0.03	0.041
Si	35.402	-2.785	6.471	-0.003	0.01	0.013
Si	-27.121	-0.117	6.645	-0.048	0.014	0.09
Si	-24.447	2.615	6.682	-0.02	-0.005	0.011
Si	-27.099	5.399	6.488	0.011	-0.028	-0.009
Si	-24.363	8.046	6.515	-0.033	0.01	0.024
Si	-27.048	10.836	6.576	0.016	0.017	0.021
Si	-24.282	-2.796	6.794	-0.043	0.005	0.008
Si	-21.616	0.053	6.679	-0.009	-0.033	0.019
Si	-18.895	2.788	6.736	-0.018	-0.009	0.01
Si	-21.679	5.325	6.704	-0.019	-0.031	0.005
Si	-18.91	8.171	6.776	0.016	0.043	0.014
Si	-21.678	10.815	6.572	0.031	0.007	0.006
Si	-18.994	-2.748	6.565	-0.019	0	-0.026
Si	-16.263	0.005	6.845	-0.003	-0.022	0.009
Si	-13.437	2.765	6.786	-0.003	-0.009	-0.033
Si	-16.147	5.464	6.792	0.011	0.03	0.041
Si	-13.496	8.217	6.778	0.026	-0.007	-0.009
Si	-16.241	10.959	6.79	0.029	-0.034	-0.004
Si	-13.512	-2.652	6.746	0.021	0.011	0
Si	-10.791	0.003	6.952	-0.029	0.003	0.041
Si	-8.087	2.715	6.916	0.013	0.008	-0.032
Si	-10.741	5.542	6.92	-0.019	0.041	0.045
Si	-8.087	-8.123	6.877	-0.021	-0.009	0.001
Si	-10.817	-5.365	6.918	-0.003	0	-0.003
Si	-8.11	-2.649	6.931	0.001	-0.02	-0.041
Si	-5.364	0.128	6.923	0.012	0.004	-0.018
Si	-2.708	2.817	6.9	0.03	0.006	0
Si	-5.395	5.503	7.023	0.032	-0.024	-0.009
Si	-2.656	8.249	7.068	-0.024	-0.028	-0.019
Si	-5.449	-5.438	7.04	-0.021	0.009	0.028
Si	-2.727	-2.705	7.035	-0.007	0.023	-0.005
Si	1.245	-1.361	19.434	0.013	-0.009	0.004
Si	4.004	1.366	19.387	-0.011	-0.019	0.017
Si	1.369	4.09	19.247	0.031	0.011	-0.001
Si	4.103	6.831	19.329	0.009	0.002	-0.004
Si	1.323	-6.72	19.214	0.013	0.036	-0.021
Si	4.025	-4.066	19.185	-0.028	-0.014	-0.062
Si	6.883	-1.288	19.209	0.022	0.027	0.001
Si	9.562	1.369	19.277	-0.006	0.004	-0.022
Si	6.815	4.078	19.35	0.005	0.035	0.009
Si	9.53	6.709	19.34	-0.018	-0.025	0.002
Si	6.792	9.466	19.286	-0.02	-0.004	-0.019
Si	9.568	-4.11	19.237	0.015	0.002	0.003
Si	12.314	-1.394	19.22	0.016	-0.014	0.011
Si	15.054	1.291	19.182	0.012	-0.008	0.005
Si	12.29	4.033	19.279	0.004	-0.019	-0.002
Si	15.048	6.712	19.122	-0.019	-0.028	-0.027
Si	12.284	9.457	19.226	0.016	-0.012	0.007
Si	15.046	-4.174	19.065	-0.001	-0.005	-0.006
Si	17.819	-1.461	19.054	0.003	0.022	0.021
Si	20.521	1.302	18.937	-0.002	-0.026	0.01
Si	17.792	4.018	19.026	-0.017	-0.015	-0.024
Si	20.578	6.788	18.987	0.015	0.019	-0.008
Si	17.801	9.428	18.979	-0.008	-0.018	0.003
Si	20.512	-4.118	18.95	0.006	0.029	0.005
Si	23.23	-1.396	18.801	-0.015	0.027	-0.026
Si	25.923	1.306	18.753	-0.029	-0.013	-0.018
Si	23.252	4.044	18.926	0.012	-0.003	0.018
Si	25.938	6.802	18.994	-0.03	-0.017	0.03
Si	23.197	9.435	18.951	-0.059	-0.022	0.022
Si	25.915	-4.106	18.816	-0.012	0.034	-0.004
Si	28.656	-1.325	18.752	-0.024	0.034	0.023
Si	31.296	1.377	18.792	-0.011	-0.001	-0.015
Si	28.579	4.016	18.736	0.012	-0.011	0.023
Si	31.331	6.781	18.589	0.015	0.021	-0.017
Si	28.613	9.513	18.84	0.018	-0.003	0.011
Si	31.265	-4.144	18.883	0.005	-0.004	0.018
Si	33.99	-1.372	18.8	0.003	-0.015	-0.009
Si	36.728	1.348	18.858	-0.001	0.01	0.026
Si	34.057	4.102	18.879	0.012	-0.013	0.023
Si	36.732	6.815	18.907	0.002	0.02	-0.022
Si	33.986	9.515	18.698	-0.005	0.002	-0.033
Si	36.754	-4.03	18.715	0.016	0.008	-0.029
Si	-25.83	-1.342	18.771	-0.024	0	-0.023
Si	-23.174	1.342	18.795	-0.053	0	0.008
Si	-25.883	4.087	18.877	0.01	0.019	-0.007
Si	-23.121	6.882	19.025	0.001	-0.015	0.025
Si	-25.876	9.508	18.945	-0.035	0.003	-0.026
Si	-23.165	-4.052	19.066	0.013	-0.011	0.076
Si	-20.404	-1.266	19.018	0.006	0.043	0.001
Si	-17.777	1.458	19.138	-0.003	-0.017	-0.002
Si	-20.386	4.176	18.903	0.024	0.047	0.041
Si	-17.727	6.904	18.986	0.003	0.029	0.002
Si	-20.494	9.548	19.006	-0.032	-0.023	-0.029
Si	-17.834	-4.044	19.046	-0.006	0.043	0.066
Si	-15.08	-1.27	18.904	0.025	0.037	0.022
Si	-12.335	1.414	18.96	-0.034	-0.024	0.014
Si	-15.09	4.128	19.127	0.039	0	0.009
Si	-12.358	6.811	19.168	-0.011	-0.015	0.014
Si	-15.106	9.521	18.863	-0.008	-0.027	-0.031
Si	-12.413	-4.071	18.83	-0.032	-0.003	0.011
Si	-9.515	-1.262	18.878	0.021	0.036	0
Si	-6.819	1.399	19.023	0.006	-0.002	-0.033
Si	-9.548	4.137	19.071	-0.001	0.009	-0.022
Si	-6.854	6.835	19.238	0.02	-0.018	0.017
Si	-9.591	-6.784	19.15	-0.029	0.031	-0.022
Si	-6.925	-4.121	19.186	-0.06	0.017	-0.008
Si	-4.2	-1.4	19.212	-0.023	0	0.032
Si	-1.399	1.347	19.205	0.004	-0.002	-0.007
Si	-4.166	4.09	19.178	0.005	0.005	-0.031
Si	-1.486	6.804	19.171	-0.014	-0.017	-0.016
Si	-4.139	9.572	19.401	0.02	-0.024	0.03
Si	-1.41	-4.018	19.431	0.001	-0.008	-0.001
Si	2.572	0.038	20.794	0.012	0.07	-0.014
Si	5.404	2.755	20.695	0	-0.003	-0.018
Si	2.726	5.444	20.634	0.027	-0.052	-0.053
Si	5.484	8.14	20.751	0.009	-0.013	0.007
Si	2.69	-5.381	20.601	0.044	0.007	-0.038
Si	5.443	-2.666	20.385	-0.02	-0.023	-0.023
Si	8.232	0.024	20.666	-0.006	-0.049	0.022
Si	10.907	2.698	20.684	-0.03	0.029	0.003
Si	8.196	5.353	20.808	0.023	0.019	-0.012
Si	10.948	8.071	20.626	0.02	-0.023	0.002
Si	8.162	10.864	20.565	0.026	-0.001	-0.002
Si	10.974	-2.782	20.588	0.008	-0.039	-0.004
Si	13.708	-0.072	20.594	0.009	0.011	0.036
Si	16.482	2.67	20.46	-0.03	-0.002	0.015
Si	13.734	5.371	20.577	0.061	0.029	0.012
Si	16.483	8.069	20.374	0.021	0.033	0.002
Si	13.683	10.866	20.498	-0.018	0.035	0.019
Si	16.497	-2.907	20.387	0.039	-0.044	-0.05
Si	19.234	-0.085	20.353	-0.023	-0.008	-0.036
Si	21.891	2.669	20.265	-0.011	-0.041	0.034
Si	19.232	5.384	20.274	-0.002	-0.017	-0.003
Si	21.916	8.091	20.463	0.03	-0.015	0.004
Si	19.202	10.766	20.287	-0.026	0.003	-0.036
Si	21.886	-2.678	20.214	-0.052	-0.035	-0.045
Si	24.595	-0.044	20.118	0.022	0.006	-0.019
Si	27.244	2.642	20.122	-0.024	-0.01	-0.048
Si	24.591	5.376	20.351	0.033	-0.015	-0.02
Si	27.319	8.24	20.331	-0.003	0.005	0.017
Si	24.55	10.868	20.2	-0.001	0.019	-0.004
Si	27.33	-2.705	20.068	0.015	-0.041	-0.011
Si	29.924	0.07	20.184	-0.009	0.045	-0.022
Si	32.627	2.743	20.169	-0.03	0.002	-0.04
Si	30.016	5.416	19.908	-0.001	-0.017	-0.019
Si	32.61	8.121	19.978	0.024	0.015	0.023
Si	29.88	10.83	20.323	-0.012	0.035	0.01
Si	32.648	-2.741	20.17	0.007	0.024	-0.026
Si	35.335	-0.02	20.178	0.001	-0.011	-0.023
Si	38.058	2.723	20.261	-0.006	0.005	-0.031
Si	35.442	5.439	20.31	0.018	-0.046	0.05
Si	38.065	8.143	20.353	0.018	-0.01	0.012
Si	35.354	10.93	19.954	-0.001	-0.019	0.031
Si	38.113	-2.693	20.098	0.001	-0.031	0.022
Si	-24.519	-0.01	20.169	-0.002	-0.012	-0.001
Si	-21.789	2.721	20.044	0.052	-0.027	0.05
Si	-24.54	5.458	20.244	-0.041	0.019	-0.036
Si	-21.825	8.293	20.495	0	0.021	-0.014
Si	-24.599	10.853	20.392	-0.001	0.034	0.015
Si	-21.743	-2.613	20.374	-0.02	0.001	0.01
Si	-19.123	0.087	20.537	-0.011	-0.019	-0.032
Si	-16.484	2.856	20.578	-0.029	-0.004	0.042
Si	-19.07	5.564	20.325	-0.014	-0.011	0.019
Si	-16.381	8.273	20.364	0.025	0.023	0.031
Si	-19.226	10.897	20.432	-0.002	-0.037	0.055
Si	-16.453	-2.565	20.267	0.043	0.019	-0.004
Si	-13.789	0.124	20.275	-0.016	0.012	-0.047
Si	-10.94	2.73	20.293	0.012	-0.001	-0.037
Si	-13.741	5.43	20.55	0.022	0.029	-0.021
Si	-10.966	8.198	20.49	0.013	0.014	-0.001
Si	-13.847	10.933	20.15	-0.044	0.002	0.013
Si	-10.976	-2.664	19.956	-0.014	0.002	0.013
Si	-8.185	0.062	20.314	-0.011	0.003	-0.023
Si	-5.51	2.671	20.482	-0.03	-0.025	-0.009
Si	-8.194	5.401	20.541	-0.021	-0.02	0.015
Si	-5.594	8.214	20.715	-0.037	0.018	0.015
Si	-8.281	-5.455	20.616	0.017	-0.017	0.021
Si	-5.632	-2.753	20.557	0.014	0.032	0.04
Si	-2.794	-0.034	20.497	0.021	0.039	-0.016
Si	0.004	2.693	20.537	-0.027	-0.04	-0.015
Si	-2.844	5.448	20.542	0.033	0.027	0.02
Si	-0.136	-8.09	20.412	0.033	0.052	-0.011
Si	-2.769	-5.362	20.829	-0.01	-0.015	0.021
Si	-0.08	-2.704	20.938	-0.021	-0.02	0.041
Si	1.168	1.458	22.201	-0.019	-0.023	0.056
Si	4.058	4.117	22.102	0.001	0.032	0.002
Si	1.223	6.896	21.694	0.048	0.03	0.026
Si	4.043	-6.743	21.967	0.034	0.038	0.013
Si	1.423	-4.16	22.219	0.032	-0.006	0.116
Si	4.109	-1.421	21.829	-0.046	-0.044	0.038
Si	6.813	1.404	22.01	-0.016	0.02	0.042
Si	9.581	3.979	22.231	-0.015	0.016	-0.019
Si	6.803	6.711	22.174	0.026	-0.014	0.042
Si	9.552	9.492	21.886	-0.026	-0.026	0.046
Si	6.691	-4.05	21.763	-0.068	-0.048	0.019
Si	9.627	-1.424	21.955	-0.06	0.047	-0.005
Si	12.301	1.317	21.977	0.068	-0.015	0.016
Si	15.149	3.988	21.903	0.01	0.056	-0.035
Si	12.387	6.716	21.982	-0.012	0.045	0.005
Si	15.114	9.45	21.684	-0.041	-0.046	-0.005
Si	12.399	-4.09	21.982	0.021	-0.007	0.011
Si	15.19	-1.562	21.742	-0.026	-0.049	-0.037
Si	17.928	1.291	21.71	0.019	-0.002	-0.051
Si	20.578	4.055	21.643	0.04	0.039	-0.003
Si	17.91	6.692	21.66	-0.007	-0.038	0.004
Si	20.514	9.516	21.768	0.045	0.027	0.052
Si	17.868	-4.318	21.737	-0.039	0.042	0.042
Si	20.603	-1.429	21.734	-0.019	0.04	-0.014
Si	23.238	1.219	21.521	-0.023	-0.068	-0.035
Si	25.972	3.917	21.601	-0.05	0.014	0
Si	23.317	6.7	21.838	-0.089	0.029	-0.005
Si	25.94	9.707	21.692	0.063	0.02	0.03
Si	23.233	-4.028	21.524	-0.002	-0.023	0.024
Si	26.018	-1.357	21.416	-0.032	0.023	0.029
Si	28.607	1.464	21.609	0.077	0.005	0.02
Si	31.264	4.191	21.447	-0.023	0.026	0.012
Si	28.786	6.68	21.389	0.051	0.028	-0.006
Si	31.298	9.33	21.514	0.002	-0.046	0.051
Si	28.502	-3.997	21.634	-0.055	-0.028	0.091
Si	31.257	-1.355	21.459	0.019	0.023	0.032
Si	33.983	1.384	21.5	-0.039	-0.014	0.053
Si	36.791	4.045	21.757	-0.018	0.063	0.017
Si	33.935	6.862	21.431	0.04	0.019	-0.031
Si	36.638	9.683	21.441	0.057	-0.029	-0.001
Si	34.047	-4.133	21.441	-0.018	0.012	0.03
Si	36.73	-1.411	21.458	-0.053	-0.036	0.019
Si	39.484	1.372	21.55	0.02	0.061	-0.001
Si	-23.096	4.04	21.404	-0.101	0.095	-0.018
Si	39.419	6.701	21.741	0.009	-0.028	0.017
Si	-23.284	9.583	21.924	0.007	-0.037	0.013
Si	39.336	-3.973	21.653	0.033	-0.033	-0.01
Si	-23.162	-1.22	21.65	0.081	-0.05	-0.024
Si	-20.626	1.545	21.689	-0.002	-0.044	0.065
Si	-17.865	4.324	21.947	0.037	-0.021	0.033
Si	-20.353	6.927	21.754	0.06	0.027	-0.001
Si	-17.707	9.655	21.779	-0.007	0.02	-0.007
Si	-20.558	-4.033	21.852	-0.019	0.009	-0.005
Si	-17.689	-1.319	21.849	0.006	0.057	0.068
Si	-15.082	1.401	21.816	0.039	-0.033	0.043
Si	-12.289	3.935	21.726	-0.082	0.006	0.045
Si	-15.158	6.872	21.84	-0.02	-0.011	0.019
Si	-12.453	9.72	21.532	0.017	-0.036	0.043
Si	-15.138	-3.986	21.54	0.011	-0.048	-0.036
Si	-12.32	-1.343	21.276	-0.015	0.06	-0.024
Si	-9.618	1.349	21.623	0.006	0.013	0.042
Si	-6.904	3.877	21.905	-0.028	-0.008	0.015
Si	-9.571	6.79	21.844	-0.014	-0.015	-0.008
Si	-6.979	9.555	22.207	-0.047	0.003	-0.017
Si	-9.777	-3.879	21.521	0.043	0.044	0.066
Si	-6.976	-1.274	21.825	-0.007	-0.038	0.06
Si	-4.134	1.323	21.83	-0.001	-0.002	0.032
Si	-1.44	4.014	21.768	-0.043	-0.028	-0.021
Si	-4.235	6.733	21.957	-0.012	-0.03	-0.033
Si	-1.288	-6.846	22.038	0.04	0.036	0.034
Si	-4.309	-3.976	22.09	0.05	-0.013	0.058
Si	-1.598	-1.216	22.146	0.038	-0.009	0.086
Si	-0.793	0.664	23.415	-0.112	0.203	-0.69
Si	2.504	2.974	23.485	-0.025	0.044	0.055
Si	-0.16	5.522	22.978	-0.028	0.009	0.043
Si	2.354	8.404	23.085	-0.037	0.063	0.038
Si	0.632	-6.149	23.377	0.168	-0.141	-0.684
Si	3.334	-3.125	23.253	0.064	-0.305	-0.566
Si	6.781	-1.226	24.591	-0.077	-0.122	-0.581
Si	8.089	2.62	23.612	-0.008	0.06	-0.033
Si	5.298	5.494	23.626	0.004	0.027	-0.016
Si	8.216	8.2	23.35	0.016	-0.138	-0.715
Si	4.986	-4.913	23.151	-0.219	0.06	-0.493
Si	7.957	-2.662	23.109	-0.009	0.046	-0.01
Si	11.046	-0.143	23.392	-0.014	0.01	0.03
Si	13.865	2.543	23.293	-0.017	-0.022	-0.055
Si	11.238	5.246	23.449	-0.052	0.019	0.162
Si	13.88	8.119	23.138	-0.007	0.086	0.065
Si	10.852	10.912	23.212	-0.184	0.313	-0.391
Si	13.939	-2.801	23.328	-0.02	-0.007	0.016
Si	16.689	-0.254	22.939	0.071	-0.019	0.019
Si	19.366	2.621	23.032	-0.05	0.015	0.042
Si	16.644	5.375	23.108	-0.035	-0.033	-0.041
Si	19.079	8.133	23.074	-0.046	-0.023	0.062
Si	16.516	10.613	23.135	0.076	0.039	0.059
Si	19.438	-3.098	22.97	-0.385	0.381	-0.168
Si	22.086	-0.129	23.087	0.041	-0.016	0.022
Si	24.617	2.443	22.929	0.047	0.019	0.025
Si	23.017	3.425	24.332	-0.276	-0.219	-0.372
Si	24.859	8.123	22.999	0.017	-0.083	0.032
Si	21.754	11.17	22.975	-0.019	-0.095	-0.655
Si	24.886	-2.912	22.747	0.022	-0.007	0.016
Si	27.309	-0.03	22.894	-0.066	-0.022	-0.003
Si	29.56	3.293	22.843	0.034	0.005	0.086
Si	27.743	5.027	22.679	0.076	-0.058	-0.008
Si	30.497	7.484	22.841	-0.007	-0.066	0.026
Si	26.609	-4.661	22.978	-0.066	0.057	-0.54
Si	29.989	-2.683	22.908	-0.421	0.397	-0.125
Si	32.533	0.057	22.782	0.139	0.058	-0.615
Si	35.149	2.816	22.947	0.034	0.081	-0.091
Si	32.371	5.797	22.804	-0.013	-0.036	0.005
Si	34.798	8.742	22.51	-0.026	0.002	0.029
Si	33.098	10.365	22.58	0.132	-0.116	-0.569
Si	35.768	-3.164	22.729	0.22	-0.151	-0.488
Si	38.017	0.036	22.775	-0.004	-0.056	0.1
Si	41.226	2.378	22.798	0.018	-0.138	0.062
Si	38.497	5.034	23.184	0.071	-0.098	-0.035
Si	40.919	7.808	23.179	0.018	0.022	0.039
Si	37.483	11.432	22.796	-0.021	0.027	0.05
Si	40.965	-2.798	22.944	0.19	-0.328	-0.203
Si	-22.374	0.589	22.995	0.056	0.032	0.014
Si	-19.841	3.419	22.927	0.014	-0.053	-0.03
Si	-21.503	5.144	22.744	0.029	-0.032	0.009
Si	-18.546	7.867	23.076	0.076	-0.264	-0.471
Si	-22.579	-4.756	23.105	-0.024	0.034	-0.005
Si	-18.62	-3.149	23.015	-0.04	-0.011	0.01
Si	-16.069	-0.208	23.248	0.181	-0.35	-0.543
Si	-13.366	2.356	23.12	0.357	-0.381	-0.518
Si	-16.875	6.068	23.328	0.029	0.036	0.094
Si	-13.721	8.36	22.924	-0.109	-0.03	-0.727
Si	-16.795	11.534	23.014	0	0.04	0.037
Si	-13.342	-2.967	22.568	-0.011	-0.04	0.084
Si	-10.742	-0.366	22.671	0.008	0.038	0.074
Si	-8.27	2.376	23.234	-0.014	0.022	0.079
Si	-10.785	5.157	22.989	0.092	-0.044	0.027
Si	-8.243	7.918	23.459	-0.021	-0.034	0.079
Si	-11.671	-4.656	22.592	0.034	-0.016	-0.094
Si	-9.035	-2.041	22.748	0.009	0.121	-0.673
Si	-5.244	-0.291	23.152	0.177	-0.199	-0.331
Si	-2.522	2.435	23.142	0.053	-0.043	0.079
Si	-5.42	5.1	23.257	0.067	-0.021	-0.052
Si	-2.79	-8.21	23.221	-0.01	0.019	0.019
Si	-5.597	-5.335	23.589	0.083	0.022	0.098
Si	-3.496	-2.092	23.311	-0.044	-0.009	-0.022
Si	2.752	0.801	26.975	0.209	0.363	-0.505
Si	3.807	1.899	25.104	-0.626	0.159	0.109
Si	1.541	4.892	24.399	0.224	-0.006	-0.543
Si	3.886	7.543	27.328	0.009	0.062	-0.068
Si	0.573	-5.837	26.564	0.005	0.033	-0.07
Si	4.112	-1.978	26.081	0.07	0.051	-0.212
Si	5.393	-0.04	23.199	0.423	-0.22	-0.396
Si	9.236	0.774	24.694	0.001	0.207	-0.742
Si	6.406	3.77	25.044	0.25	0.234	-0.716
Si	10.16	6.473	25.119	0.508	-0.21	-0.556
Si	6.905	-6.032	25.191	-0.146	-0.044	0.478
Si	9.219	-4.134	24.283	0.044	-0.156	-0.686
Si	13.121	-0.924	24.526	0.032	0.039	-0.556
Si	14.94	0.669	24.231	0.048	0.013	0.096
Si	12.73	3.951	24.833	0.276	0.253	-0.397
Si	15.503	6.976	24.357	0.051	-0.049	-0.03
Si	13.05	9.558	24.818	0.248	-0.393	-0.552
Si	15.175	-4.473	24.55	0.071	0.264	-0.735
Si	18.22	-1.555	24.282	-0.06	-0.206	-0.733
Si	21.149	1.71	24.356	0.044	-0.088	0.072
Si	17.887	3.846	24.421	0.081	0.098	-0.679
Si	20.604	7.385	24.646	-0.562	0.033	-0.271
Si	17.25	8.755	24.46	-0.254	-0.099	-0.563
Si	19.582	-3.368	28.295	-0.142	0.163	0.076
Si	23.984	-1.218	24.194	0.057	0.242	-0.583
Si	25.489	0.664	24.224	-0.086	-0.15	-0.497
Si	21.962	5.193	23.195	0.266	-0.169	-0.376
Si	25.36	4.612	25.75	-0.132	-0.254	0.126
Si	23.304	9.081	24.53	0.428	-0.027	-0.355
Si	27.452	-3.815	25.752	0.05	-0.025	-0.072
Si	28.602	-1.365	24.319	0.196	-0.09	-0.711
Si	31.065	2.353	24.444	-0.483	0.313	-0.455
Si	26.592	6.674	23.926	0.139	0.089	-0.495
Si	29.287	8.037	24.802	0.386	-0.111	-0.475
Si	29.91	-5.591	25.903	0.686	0.201	-0.361
Si	31.701	-4.593	24.812	-0.588	-0.418	0.334
Si	-30.705	-1.258	24.774	0.083	-0.046	-0.098
Si	36.445	1.205	24.072	-0.145	0.178	-0.598
Si	33.597	4.207	24.209	0.054	0.21	-0.637
Si	37.544	6.197	24.946	0.309	-0.244	-0.573
Si	-29.834	-7.919	24.655	-0.263	0.158	-0.633
Si	-27.577	-5.763	24.947	0.027	0.321	-0.629
Si	38.917	-1.151	24.582	-0.045	0.357	-0.445
Si	-21.287	0.163	25.065	-0.395	0.047	-0.55
Si	40.592	4.015	24.358	-0.14	0.19	-0.475
Si	42.114	5.916	24.187	-0.199	-0.1	-0.403
Si	-25.48	-7.944	25.195	0.237	-0.122	-0.646
Si	-21.621	-4.784	25.254	-0.555	-0.034	0.1
Si	-19.65	-2.415	25.007	0.412	-0.224	-0.381
Si	-17.283	1.161	25.947	-0.006	-0.108	0.003
Si	-19.752	2.856	25.158	-0.083	0.156	-0.579
Si	-16.35	5.661	25.755	-0.108	0.311	-0.65
Si	-19.068	-6.646	25.633	0.02	-0.031	-0.119
Si	-16.53	-4.874	25.372	0.002	0.1	-0.617
Si	-14.091	-1.344	24.048	0.1	0.247	-0.61
Si	-12.404	0.37	24.151	-0.115	-0.133	-0.536
Si	-13.679	4.156	25.654	0.095	-0.012	-0.048
Si	-11.829	6.393	24.562	0.238	-0.345	-0.452
Si	-14.097	-6.477	25.473	0.038	-0.001	-0.068
Si	-11.468	-5.271	24.724	-0.157	0.208	-0.484
Si	-8.263	-1.888	25.61	-0.09	0.096	0.049
Si	-7.312	1.024	24.949	-0.169	0.071	-0.472
Si	-9.399	4.01	24.471	-0.193	-0.25	-0.692
Si	-7.062	6.117	24.561	0.077	0.239	-0.64
Si	-9.791	-7.906	25.191	0.433	-0.173	-0.555
Si	-6.113	-4.007	25.548	-0.252	-0.346	-0.633
Si	-3.335	-2.72	25.562	0.046	0.267	-0.809
Si	-0.465	0.76	26.54	0.041	-0.059	-0.029
Si	-3.749	3.928	24.547	-0.066	-0.18	-0.575
Si	-1.742	6.424	24.422	0.048	0.189	-0.604
Si	-3.963	-6.79	24.621	-0.172	0.264	-0.624
Si	-2.308	-5.09	26.764	-0.075	-0.058	-0.046
Si	0.441	-3.738	-3.345	0.078	-0.025	0.026
Si	8.12	4.42	-3.881	0.066	-0.061	-0.077
Si	1.257	3.694	-2.829	0.142	-0.044	0.12
Si	10.095	-3.139	26.914	0.026	-0.019	-0.073
Si	9.272	-1.786	29.171	0.018	0.017	-0.015
Si	-1.425	-5.705	-1.797	-0.019	0.078	0.057
Si	10.793	2.283	26.878	0.07	0.099	-0.031
Si	8.617	4.534	26.992	-0.001	-0.033	0.017
Si	3.231	6.604	24.412	-0.034	-0.136	-0.604
Si	9.819	-4.625	29.158	-0.08	-0.068	-0.032
Si	10.227	-6.874	-2.79	0.085	-0.035	-0.008
Si	15.175	-3.031	28.97	-0.038	-0.063	-0.108
Si	11.571	0.053	28.839	0.258	-0.438	-0.619
Si	18.319	4.48	27.219	-0.047	-0.038	-0.014
Si	14.087	5.707	25.863	-0.065	0.155	0.005
Si	18.671	-5.944	29.208	0.059	0.058	0.028
Si	12.839	-7.999	0.718	-0.132	0.121	0.054
Si	12.628	-1.656	27.601	-0.245	0.515	0.229
Si	14.316	-6.197	-1.192	-0.081	0.032	-0.003
Si	16.458	1.555	25.74	-0.385	-0.3	-0.266
Si	15.484	5.296	27.669	-0.411	-0.025	-0.384
Si	19.576	0.608	25.757	0.446	0.423	-0.264
Si	18.957	-7.766	27.018	-0.006	-0.007	-0.207
Si	17.13	4.274	-2.003	0.053	-0.034	0.101
Si	20.749	-0.577	28.314	-0.036	-0.072	0.074
Si	23.988	-1.732	-4.079	-0.094	-0.045	-0.029
Si	19.808	0.165	-2.802	-0.066	0.004	0.012
Si	26.253	-4.846	28.27	0.108	0.181	0.147
Si	22.465	-4.328	28.517	0.045	0.063	0.102
Si	25.279	-4.156	-3.075	-0.019	-0.014	0.038
Si	31.167	-0.755	28.413	-0.018	0.037	0.049
Si	29.484	0.803	26.482	-0.001	-0.1	-0.107
Si	30.701	-7.933	27.416	-0.112	0.083	-0.138
Si	-31.498	-7.275	27.177	0.043	0.142	-0.054
Si	28.485	-5.782	0.273	0.035	-0.063	0.099
Si	-32.379	-2.501	26.817	0.02	-0.045	-0.033
Si	-27.29	1.108	26.549	0.032	-0.253	-0.095
Si	-25.668	4.965	-4.244	0.006	-0.519	0.17
Si	-30.029	7.013	28.802	0.089	-0.169	0.022
Si	-24.76	-5.896	0.143	0.019	0.049	0.012
Si	31.507	-5.884	-2.465	0.021	0.131	-0.063
Si	-28.77	-2.725	28.923	0.504	0.016	0.488
Si	-27.954	-3.588	-3.53	-0.648	0.093	-0.269
Si	-23.149	-0.304	27.487	0.028	0.136	0.19
Si	-24.685	2.426	27.16	0.152	-0.02	-0.033
Si	-18.951	7.816	28.138	0.124	-0.108	0.04
Si	-23.296	7.216	26.948	-0.009	-0.053	-0.038
Si	-24.719	-2.994	27.827	0.035	0.033	0.102
Si	-14.604	-0.561	28.748	0.008	0.018	-0.141
Si	-17.012	-0.464	-0.474	0.411	0.302	0.468
Si	-19.116	4.976	27.118	-0.063	0.02	-0.025
Si	-12.925	7.05	-3.444	-0.036	0.044	0.057
Si	-15.925	7.237	28.271	-0.087	-0.051	-0.075
Si	-15.047	-2.588	26.801	-0.086	-0.128	0.012
Si	-10.646	-3.118	26.674	-0.031	0.048	0.012
Si	-10.007	6.528	0.446	-0.149	-0.028	0.147
Si	-11.204	3.511	27.116	0.023	0.028	-0.118
Si	-14.769	8.153	-1.212	-0.033	0.139	0.067
Si	-12.707	-4.051	-2.65	0.005	0.008	-0.05
Si	-16.563	-2.851	-2.389	-0.06	0.107	-0.053
Si	-9.78	3.143	-3.758	-0.043	0.056	-0.143
Si	-3.577	5.332	-2.706	0.085	0.025	0.179
Si	-12.631	4.076	-4.128	-0.175	-0.058	-0.03
Si	-2.487	0.935	-1.872	-0.082	-0.028	0.009
Si	-8.095	-7.498	27.81	-0.04	-0.088	-0.013
Si	-1.516	3.331	27.745	0.062	-0.136	-0.046
Si	-3.058	-0.408	27.616	0.085	-0.002	0.143
Si	2.076	0.711	-3.687	-0.022	0.016	-0.03
Si	-5.457	0.422	-1.905	0.099	0.084	0.045
Si	-0.124	5.821	26.727	0.188	0.072	-0.193
Si	-1.482	7.635	-2.541	0.052	-0.133	0.046
Si	3.684	5.021	-4.219	0.026	-0.094	-0.083
Si	-0.156	-1.014	-2.177	0.106	0.134	0.23
Si	5.141	7.637	-3.804	0.039	0.078	-0.127
Si	-1.592	3.212	-3.496	0.027	-0.088	0.109
Si	2.677	-3.971	27.887	0.095	-0.036	0
Si	6.154	-6.678	27.282	0.379	0.116	-0.566
Si	7.657	-1.781	0.002	-0.131	0.075	0.053
Si	9.618	5.86	-1.926	0.473	0.293	-0.09
Si	14.194	7.538	29.291	-0.091	-0.013	-0.038
Si	5.887	5.354	1.541	0.187	-0.431	0.419
Si	2.758	-3.665	0.473	0.044	-0.008	0.141
Si	7.344	-7.217	-2.502	0.082	0.087	-0.102
Si	11.468	-0.262	0.125	0.067	-0.055	0.051
Si	16.407	2.59	28.401	0.02	0.064	0.058
Si	15.327	1.776	-2.407	0.064	-0.098	0.023
Si	14.401	-6.928	-4.194	-0.005	0.054	0.031
Si	12.621	7.308	26.781	0.41	-0.513	-0.293
Si	8.388	6.967	0.61	0.023	-0.071	0.038
Si	11.913	-1.696	-2.385	-0.002	-0.125	0.058
Si	12.518	2.057	-1.167	-0.082	-0.009	-0.066
Si	19.959	3.091	-1.858	-0.058	-0.129	0.089
Si	18.905	-8.087	-2.041	0.038	-0.013	-0.054
Si	22.957	7.491	-3.489	-0.046	0.147	-0.062
Si	21.526	10.456	0.653	0.478	-0.38	0.304
Si	14.761	-2.337	-2.237	0.056	0.012	-0.053
Si	22.411	-0.921	-1.793	0.456	0.054	0.267
Si	23.506	-1.788	27.315	0.049	0.051	0.072
Si	20.389	5.886	-3.018	-0.077	-0.008	-0.052
Si	32.547	4.488	-2.76	0.069	-0.113	-0.048
Si	21.545	-6.326	-2.414	-0.015	0.055	0.139
Si	24.024	0.601	-2.549	-0.335	-0.444	0.275
Si	23.528	-1.526	0.276	-0.009	-0.05	0.024
Si	26.631	2.195	26.494	-0.106	-0.081	0.06
Si	30.145	2.501	0.202	-0.016	0.12	-0.07
Si	26.535	4.43	28.308	0.045	-0.12	0.002
Si	24.418	0.595	0.111	-0.16	-0.639	0.26
Si	-30.055	3	-2.82	0.03	0.063	-0.15
Si	-29.648	4.764	26.638	0.042	0.074	-0.013
Si	-26.6	-1.632	-1.627	0.139	-0.049	0.025
Si	-28.605	5.782	-3.525	0.042	-0.051	0.116
Si	-31.047	-4.563	28.573	0.042	-0.114	-0.145
Si	32.233	0.13	-4.07	0.025	-0.067	0.111
Si	30.207	-3.203	-2.714	0.025	0.056	0.047
Si	-22.105	-4.553	27.539	-0.015	-0.15	-0.598
Si	-22.602	1.79	-2.49	0.05	-0.049	-0.082
Si	-27.328	7.813	-1.551	-0.02	-0.089	-0.175
Si	-20.073	-7.522	0.263	0.085	0.086	0.704
Si	-27.276	-5.51	-1.212	-0.053	0.372	0.466
Si	-31.995	-2.257	-2.925	0.004	0.03	-0.062
Si	-19.236	2.649	0.422	0.01	-0.106	0.057
Si	-23.728	1.947	0.285	-0.043	0.082	-0.052
Si	-21.505	-7.346	28.853	-0.052	-0.083	0.008
Si	-22.989	7.881	-0.038	-0.108	0.067	0.087
Si	-19.792	-2.505	27.95	0.129	-0.097	0.007
Si	-19.544	-2.626	-3.392	-0.509	0.064	0.39
Si	-12.79	-4.182	28.488	-0.008	0.005	-0.149
Si	-13.525	-7.27	28.14	-0.092	0.05	-0.062
Si	-15.821	3.651	-4.134	0.127	0.13	0.073
Si	-7.036	-4.93	28.354	0.078	0.01	-0.088
Si	-14.899	-5.017	-1.105	-0.013	-0.104	0.071
Si	-10.106	-5.275	-1.597	-0.087	0.085	0.069
Si	-11.912	-0.461	26.983	-0.114	0.041	0.041
Si	-5.545	7.662	26.665	-0.016	-0.081	0.01
Si	-13.227	8.552	1.474	-0.05	-0.197	0.727
Si	-7.737	8.303	1.624	0.053	-0.068	0.63
Si	-10.5	8.007	-1.946	-0.198	0.003	-0.04
Si	-4.306	2.485	27.358	-0.087	0.105	-0.12
Si	-5.59	-2.348	-3.37	0.039	-0.041	-0.032
Si	-2.703	2.021	0.809	0.022	0.654	-0.163
Si	-5.809	6.605	-4.344	-0.009	0.088	-0.064
Si	-5.66	-5.761	0.895	0.059	0.057	0.177
Si	-8.562	-3.55	-3.49	0.024	-0.016	0.129
Si	-4.384	-4.843	-1.905	-0.049	-0.052	0.042
Si	3.547	1.166	0.181	-0.032	0.023	0.064
Si	1.662	4.669	0.054	0.037	-0.074	0.053
Si	-0.756	6.4	0.201	-0.123	-0.007	0.093
Si	3.69	-6.169	-4.343	-0.008	0.031	-0.078
Si	1.211	8.017	28.403	-0.047	0.077	-0.01
Si	1.396	-0.918	0.503	-0.204	0.048	0.61
Si	5.937	-2.115	-2.501	0.048	-0.1	0.15
Si	9.829	2.902	-2.215	0.065	0.043	-0.114
Si	7.878	1.869	1.958	0.34	0.243	0.049
Si	7.563	-6.436	0.304	-0.123	-0.035	0.131
Si	3.468	-3.877	-2.358	-0.065	-0.083	-0.015
Si	8.698	1.117	-0.089	-0.276	0.279	0.321
Si	4.911	0.555	-2.324	-0.171	0.159	0.191
Si	13.195	3.436	1.345	-0.299	0.186	0.532
Si	4.331	4.082	-0.741	0.246	-0.06	-0.53
Si	11.588	-4.532	-1.401	0.047	0.032	0.036
Si	17.075	-3.086	26.59	-0.05	-0.128	-0.111
Si	5.451	3.529	-2.704	-0.36	0.261	0.513
Si	15.878	5.017	0.716	0.01	0.064	0.003
Si	19.359	6.465	29.022	-0.022	-0.043	-0.03
Si	11.629	7.042	-1.878	-0.468	-0.345	0.149
Si	18.803	-7.58	0.869	0.092	-0.032	0.113
Si	9.589	-4.03	0.734	0.102	-0.129	0.698
Si	17.84	-2.139	0.958	-0.207	0.269	0.541
Si	21.837	2.281	0.569	-0.067	-0.028	0.117
Si	26.937	-6.437	-3.427	-0.052	0.034	-0.006
Si	25.215	-3.04	-0.328	-0.427	0.532	0.084
Si	25.873	7.31	-2.526	0.044	0.121	0.095
Si	15.587	-3.994	0.127	0.041	0.032	0.084
Si	17.006	-0.507	-1.623	-0.017	0.006	0.083
Si	28.123	-2.881	-0.398	0.044	0.072	0.003
Si	25.489	5.241	-0.366	0.1	0.027	0.028
Si	24.935	3.367	-2.671	0.139	0.069	0.081
Si	27.682	3.4	-3.745	-0.101	-0.005	-0.112
Si	32.052	4.992	0.282	0.051	-0.033	0.046
Si	30.377	2.458	-2.962	0.012	0.102	-0.006
Si	23.959	-6.765	27.552	-0.063	0.035	-0.023
Si	-29.26	2.17	28.415	0.161	-0.036	0.13
Si	-27.372	-3.19	26.328	-0.058	0.097	0.104
Si	-28.725	3.194	-0.13	0.013	0.034	-0.026
Si	28.347	6.372	-3.576	0.05	0.007	-0.107
Si	29.317	-7.591	-2.206	-0.076	-0.008	0.067
Si	-32.299	-5.65	0.35	-0.085	0.017	-0.081
Si	-18.977	2.832	29.3	0.036	-0.084	0.109
Si	-25.239	2.774	-3.704	-0.142	0.521	0.099
Si	-20.047	-0.342	0.353	-0.227	-0.155	0.487
Si	-30.77	-2.976	-0.191	-0.066	-0.073	-0.002
Si	-26.436	1.369	-1.087	-0.003	0.061	-0.115
Si	-23.714	-1.182	-3.042	-0.078	0.02	-0.034
Si	-15.98	2.161	28.484	-0.241	0.006	0
Si	-19.003	0.173	28.221	0.05	0.035	0.132
Si	-24.512	7.242	-2.555	-0.056	-0.018	0.028
Si	-16.269	10.626	1.44	-0.141	0.145	0.588
Si	-21.181	-2.356	-1.705	0.462	-0.103	-0.363
Si	-15.713	0.19	1.385	0.037	0.127	-0.135
Si	-14.645	2.138	0.499	-0.17	-0.68	0.42
Si	-4.119	-5.678	29.331	-0.037	-0.069	-0.024
Si	-9.412	3.619	0.517	0.193	-0.08	0.794
Si	-20.54	-4.623	0.449	0.011	0.085	0.052
Si	-11.799	1.651	0.82	-0.307	0.096	0.724
Si	-9.85	1.026	28.594	-0.033	0.06	-0.145
Si	-9.807	-0.611	-0.082	0.027	0.035	0.093
Si	-17.343	7.932	0.094	0.041	-0.065	0.071
Si	-11.082	-5.428	1.356	-0.004	0.199	0.64
Si	-16.936	2.387	-1.506	-0.007	-0.161	0.121
Si	-7.339	2.405	27.753	-0.027	-0.018	-0.025
Si	-3.093	4.26	0.143	0.187	-0.652	0.183
Si	-8.187	1.675	-1.499	-0.079	0.09	0.077
Si	-5.194	0.482	1.198	-0.05	0.143	0.139
Si	-10.889	-1.64	-2.792	-0.011	0.05	0.081
Si	-8.867	6.134	-3.663	-0.062	-0.072	-0.106
Si	0.094	-5.312	0.898	0.093	0.025	0.117
Si	1.285	-1.335	8.471	0.007	-0.018	0.017
Si	4.042	1.376	8.454	0	0.003	0.01
Si	1.313	4.116	8.397	-0.017	-0.004	0.006
Si	4.038	6.815	8.405	-0.006	-0.002	-0.007
Si	1.342	9.554	8.383	0	0.01	-0.011
Si	4.015	12.265	8.404	0.009	-0.005	-0.022
Si	6.685	-1.356	8.437	-0.005	0.03	0.008
Si	9.429	1.32	8.424	0.018	0.018	0.029
Si	6.737	4.109	8.415	-0.029	0.005	-0.007
Si	9.446	6.802	8.378	0.034	0.027	-0.006
Si	6.718	9.538	8.376	-0.004	0.023	-0.006
Si	9.45	12.164	8.416	0.011	-0.005	0.011
Si	12.144	-1.368	8.41	-0.019	-0.015	0.02
Si	14.897	1.324	8.319	0.009	0.008	-0.007
Si	12.17	4.101	8.383	-0.006	0.005	0.008
Si	14.864	6.787	8.331	0.012	-0.027	0.003
Si	12.091	9.55	8.358	-0.016	0.046	-0.016
Si	14.861	12.221	8.326	0.014	-0.006	0.01
Si	17.598	-1.356	8.214	-0.007	-0.004	-0.008
Si	20.339	1.35	8.106	0	-0.022	0
Si	17.557	4.078	8.252	-0.014	-0.003	0.003
Si	20.297	6.837	8.102	-0.006	-0.018	0.006
Si	17.567	9.517	8.175	-0.011	-0.006	-0.004
Si	20.324	12.24	8.117	-0.002	-0.008	-0.001
Si	23.026	-1.374	7.978	0.014	-0.002	0.022
Si	25.815	1.391	7.878	-0.027	-0.011	0.011
Si	23.082	4.091	7.937	-0.002	-0.036	-0.001
Si	25.831	6.782	7.849	0.007	0.011	0
Si	23.067	9.51	7.974	-0.017	0.02	-0.02
Si	25.74	12.258	8.01	-0.038	0.027	0.012
Si	28.538	-1.348	7.884	0.004	0.012	-0.03
Si	31.287	1.345	7.803	-0.001	0.016	-0.021
Si	28.538	4.055	7.794	0.014	0.005	0.005
Si	31.374	6.681	8.01	0.018	-0.046	0.008
Si	28.522	9.523	7.976	0.008	0.018	-0.006
Si	31.306	12.176	7.893	-0.01	-0.028	-0.005
Si	34.042	-1.436	7.874	0.008	-0.011	0.004
Si	-28.506	1.292	7.931	0.025	0.004	0.009
Si	34.08	3.982	7.972	0.03	-0.011	0.014
Si	-28.465	6.742	7.897	0.045	-0.003	-0.028
Si	34.067	9.431	7.952	-0.017	-0.005	0.008
Si	-28.491	12.198	7.879	0.008	0.021	-0.021
Si	-25.747	-1.43	8.029	-0.014	0.047	-0.007
Si	-23.039	1.334	8.047	0.031	-0.011	0.014
Si	-25.816	4.037	7.948	0.006	0.007	0.004
Si	-23.062	6.729	7.979	0.028	0.027	0.005
Si	-25.713	9.436	7.914	-0.021	0.001	-0.031
Si	-22.972	12.124	8.069	0.038	-0.033	0.017
Si	-20.313	-1.387	8.005	0.043	0.046	-0.046
Si	-17.618	1.399	8.136	0.006	0.002	0
Si	-20.306	4.062	8.105	0.008	0.006	0.029
Si	-17.56	6.811	8.121	0.014	0.013	0.021
Si	-20.33	9.535	8.038	-0.016	-0.013	-0.003
Si	-17.66	12.294	8.069	-0.016	0.007	0.005
Si	-14.881	-1.348	8.162	0.016	0.001	-0.027
Si	-12.17	1.402	8.223	-0.001	-0.025	0.009
Si	-14.83	4.095	8.156	-0.028	-0.009	-0.006
Si	-12.162	6.888	8.208	-0.012	0	-0.011
Si	-14.893	9.561	8.131	0.002	-0.011	0.004
Si	-12.221	-4.011	8.208	-0.018	0.013	-0.035
Si	-9.456	-1.334	8.32	0.012	0.02	0.012
Si	-6.738	1.412	8.324	-0.027	-0.009	0.003
Si	-9.438	4.11	8.254	-0.006	-0.009	-0.005
Si	-6.768	6.87	8.322	-0.014	0.012	-0.022
Si	-9.462	-6.76	8.241	0.001	-0.002	-0.016
Si	-6.793	-4.021	8.324	-0.017	0.02	0.005
Si	-4.065	-1.276	8.325	-0.014	0.018	-0.015
Si	-1.41	1.454	8.367	-0.014	0.023	0.007
Si	-4.042	4.124	8.346	0.019	-0.009	-0.012
Si	-1.356	6.836	8.411	0.003	0.009	0.008
Si	-4.069	-6.764	8.396	0.002	0.005	0.013
Si	-1.368	-4.036	8.412	-0.001	0.001	0.012
Si	2.682	0.014	9.8	0.005	0.007	0.001
Si	5.398	2.744	9.793	-0.003	-0.014	0.008
Si	2.681	5.461	9.768	0.012	-0.015	0.001
Si	5.376	8.19	9.765	-0.007	0.012	-0.004
Si	2.696	10.883	9.773	0.001	-0.008	0.001
Si	5.358	-2.716	9.799	0.012	-0.002	0.006
Si	8.075	-0.019	9.791	-0.011	0.013	0.006
Si	10.814	2.714	9.728	-0.007	-0.007	-0.003
Si	8.113	5.446	9.764	0.017	-0.016	-0.008
Si	10.787	8.169	9.742	-0.011	0	0.004
Si	8.09	10.839	9.783	0.015	-0.014	-0.001
Si	10.796	-2.751	9.753	0.008	-0.006	-0.007
Si	13.541	-0.011	9.711	0.003	-0.005	-0.009
Si	16.249	2.707	9.643	0.009	0.005	0.001
Si	13.536	5.44	9.726	0	0.006	0.005
Si	16.264	8.161	9.612	-0.009	0.007	0.002
Si	13.504	10.875	9.696	0.007	-0.004	-0.004
Si	16.272	-2.732	9.61	0.028	-0.008	-0.007
Si	18.991	0.01	9.518	-0.009	0.012	-0.004
Si	21.748	2.733	9.376	0.002	0.009	0.002
Si	18.988	5.45	9.509	-0.012	0.006	-0.002
Si	21.719	8.179	9.398	0.002	0.009	-0.001
Si	18.972	10.877	9.494	-0.005	0.005	0.004
Si	21.718	-2.717	9.424	0.002	-0.003	0.006
Si	24.45	0.01	9.271	0.005	0.003	-0.004
Si	27.2	2.725	9.232	0.016	-0.009	0.02
Si	24.477	5.44	9.272	0.004	0.012	0.006
Si	27.169	8.121	9.279	0.003	-0.022	-0.006
Si	24.418	10.863	9.354	0.011	-0.025	0.016
Si	27.166	-2.686	9.281	-0.007	0.021	0.01
Si	29.937	-0.002	9.216	0.013	0.005	-0.003
Si	32.648	2.643	9.253	-0.016	-0.015	0.001
Si	29.91	5.351	9.257	-0.008	0	0.008
Si	32.706	8.095	9.327	-0.018	0.003	0.023
Si	29.927	10.866	9.292	0.01	0.008	0.001
Si	32.673	-2.774	9.246	-0.014	-0.001	0.003
Si	-29.892	-0.066	9.261	-0.008	0.005	0.009
Si	-27.171	2.675	9.307	-0.02	0.003	0.01
Si	-29.843	5.398	9.278	-0.008	0.012	0.005
Si	-27.118	8.11	9.276	-0.012	0.001	-0.003
Si	-29.847	10.838	9.263	0.004	-0.023	0.008
Si	-27.16	-2.784	9.314	-0.008	-0.015	0.007
Si	-24.414	-0.035	9.379	-0.004	-0.01	0.002
Si	-21.697	2.699	9.421	-0.001	-0.001	0.008
Si	-24.441	5.386	9.332	0.004	0.003	-0.012
Si	-21.718	8.135	9.348	-0.002	0.004	-0.014
Si	-24.412	10.792	9.35	-0.012	0.021	0.015
Si	-21.665	-2.747	9.387	-0.008	-0.017	-0.004
Si	-18.995	-0.01	9.422	0.005	-0.001	-0.009
Si	-16.25	2.756	9.487	0.01	-0.027	0.002
Si	-18.968	5.458	9.447	-0.013	0.008	0.004
Si	-16.251	8.197	9.491	0.004	0.004	0.006
Si	-18.999	10.903	9.422	-0.002	0.005	0.008
Si	-16.288	-2.705	9.471	0.016	0.005	0
Si	-13.563	0.036	9.541	-0.012	0.014	0.007
Si	-10.822	2.759	9.593	-0.018	0.005	-0.003
Si	-13.528	5.489	9.529	0.012	0.017	-0.005
Si	-10.835	-8.097	9.601	-0.009	-0.001	-0.004
Si	-13.57	-5.404	9.538	0.002	-0.002	-0.003
Si	-10.863	-2.689	9.617	-0.001	0.019	-0.011
Si	-8.106	0.04	9.666	-0.013	-0.011	0.006
Si	-5.402	2.764	9.701	0	-0.006	0.004
Si	-8.118	5.475	9.643	0.006	-0.012	-0.002
Si	-5.426	-8.13	9.723	0.017	-0.006	0.006
Si	-8.148	-5.402	9.651	0.017	-0.01	-0.015
Si	-5.428	-2.655	9.672	-0.01	-0.007	-0.01
Si	-2.733	0.063	9.725	0.008	0.003	-0.004
Si	-0.031	2.761	9.76	0.025	-0.026	0.002
Si	-2.716	5.471	9.749	-0.012	0.014	0.001
Si	-0.002	8.197	9.763	-0.008	-0.012	0.001
Si	-2.72	-5.405	9.751	-0.004	-0.003	0.007
Si	-0.043	-2.698	9.813	-0.013	0.014	0.009
Si	1.324	1.394	11.128	-0.019	-0.008	-0.006
Si	4.031	4.098	11.139	-0.012	-0.016	-0.004
Si	1.348	6.836	11.138	0.026	0.03	-0.009
Si	4.041	9.537	11.157	0.004	0.014	0.002
Si	1.338	-4.072	11.137	-0.01	0.012	-0.008
Si	4.031	-1.346	11.168	0.008	0.007	-0.004
Si	6.754	1.372	11.147	0.028	0.009	0.008
Si	9.475	4.074	11.107	0.004	-0.006	0.004
Si	6.75	6.817	11.112	0.008	0.006	-0.008
Si	9.453	9.498	11.14	-0.016	-0.009	0.003
Si	6.744	-4.085	11.134	-0.016	0.002	-0.007
Si	9.447	-1.389	11.127	-0.014	-0.008	0
Si	12.184	1.349	11.074	0.008	0.01	0.006
Si	14.906	4.052	11.031	-0.014	-0.022	0.004
Si	12.179	6.804	11.074	0.011	-0.009	0
Si	14.899	9.496	11	-0.001	-0.002	0.004
Si	12.182	-4.093	11.093	0.006	0.01	-0.005
Si	14.929	-1.386	11.008	0.006	0.006	-0.003
Si	17.658	1.347	10.93	0.012	0.012	0.009
Si	20.39	4.065	10.794	0.003	0.007	0.009
Si	17.648	6.782	10.924	0.01	-0.004	-0.004
Si	20.373	9.511	10.81	0.008	0.007	-0.004
Si	17.643	-4.112	10.919	-0.011	-0.002	-0.001
Si	20.367	-1.379	10.821	-0.011	-0.006	0.005
Si	23.115	1.347	10.699	-0.01	-0.002	0.007
Si	25.848	4.075	10.629	0.002	-0.002	0.002
Si	23.112	6.779	10.685	-0.012	-0.009	-0.005
Si	25.814	9.482	10.657	0.002	0.008	0.005
Si	23.092	-4.098	10.748	0	0.01	0.006
Si	25.816	-1.343	10.658	-0.001	0.001	0.004
Si	28.57	1.352	10.595	0.005	0.002	-0.003
Si	31.289	4.011	10.621	0.001	-0.004	0.009
Si	28.565	6.757	10.611	-0.005	-0.005	0.005
Si	31.302	9.483	10.63	-0.015	-0.017	0.01
Si	28.551	-4.073	10.617	0.033	-0.005	0.003
Si	31.303	-1.379	10.577	0.021	0.006	-0.007
Si	-31.263	1.296	10.614	0.011	0	0.006
Si	-28.515	4.044	10.664	0.01	-0.005	0.009
Si	-31.202	6.749	10.665	-0.003	0.01	0.015
Si	-28.49	9.481	10.635	0.012	0.009	0.011
Si	-31.233	-4.123	10.618	-0.013	0.003	-0.005
Si	-28.522	-1.401	10.651	-0.001	0.007	-0.009
Si	-25.793	1.346	10.696	0.006	0.011	0.003
Si	-23.08	4.07	10.741	0.011	-0.001	0.008
Si	-25.789	6.765	10.677	0.006	-0.011	0.005
Si	-23.072	9.469	10.735	-0.007	-0.003	0.004
Si	-25.796	-4.139	10.677	-0.003	-0.016	0
Si	-23.062	-1.394	10.734	-0.002	0.01	-0.002
Si	-20.363	1.338	10.787	-0.023	-0.015	0.005
Si	-17.637	4.104	10.828	0.004	0.009	0.002
Si	-20.367	6.815	10.765	0.023	0.016	0.007
Si	-17.655	9.549	10.813	0.002	0.003	0.008
Si	-20.347	-4.073	10.789	0.023	0.016	0.009
Si	-17.643	-1.333	10.814	0.01	0.011	0.009
Si	-14.935	1.395	10.872	0.009	-0.009	0.009
Si	-12.2	4.128	10.911	0.005	-0.014	-0.006
Si	-14.92	6.836	10.869	-0.009	0.002	-0.006
Si	-12.222	-6.748	10.93	0.022	0.002	-0.002
Si	-14.963	-4.059	10.873	-0.022	-0.021	0.008
Si	-12.23	-1.314	10.94	-0.004	-0.008	-0.007
Si	-9.494	1.403	10.986	0.007	0.009	-0.004
Si	-6.777	4.128	11.033	0.013	0.016	0.004
Si	-9.501	6.843	10.962	-0.023	0.009	-0.008
Si	-6.793	-6.749	11.029	-0.008	0.007	0
Si	-9.522	-4.051	10.995	-0.024	-0.029	-0.002
Si	-6.78	-1.322	11.048	-0.001	0.01	-0.001
Si	-4.08	1.404	11.093	-0.013	-0.005	0.008
Si	-1.363	4.126	11.129	-0.004	-0.002	-0.014
Si	-4.082	6.829	11.093	-0.012	-0.009	0.002
Si	-1.373	-6.774	11.115	-0.008	-0.003	-0.005
Si	-4.088	-4.022	11.057	0.012	0.022	0
Si	-1.392	-1.304	11.114	0.014	-0.008	0.003
Si	-0.021	0.028	12.48	0.013	0.012	-0.008
Si	2.685	2.74	12.502	0.006	-0.007	-0.006
Si	-0.008	5.477	12.505	-0.002	-0.004	0
Si	2.692	8.18	12.523	0	-0.013	0.016
Si	-0.022	-5.428	12.491	0	-0.018	-0.006
Si	2.683	-2.715	12.516	0.006	-0.004	0.001
Si	5.406	0.009	12.516	-0.007	0.007	0.005
Si	8.135	2.72	12.489	-0.007	0	0.003
Si	5.406	5.454	12.485	-0.004	-0.001	-0.008
Si	8.111	8.143	12.502	0.016	0.01	0.008
Si	5.401	-5.43	12.52	0.007	-0.016	0.008
Si	8.104	-2.736	12.509	0	-0.012	0.004
Si	10.837	-0.017	12.45	0	-0.003	0.001
Si	13.56	2.702	12.413	0.007	0.013	0.008
Si	10.846	5.43	12.451	-0.007	0.009	0.002
Si	13.571	8.144	12.407	-0.001	0.006	0.001
Si	10.837	-5.457	12.465	0.007	-0.002	0.005
Si	13.58	-2.732	12.4	0.008	-0.005	-0.009
Si	16.31	-0.013	12.317	0.004	-0.004	-0.003
Si	19.051	2.719	12.217	-0.008	-0.014	0.003
Si	16.308	5.42	12.324	-0.007	-0.008	0.004
Si	19.047	8.148	12.222	0.001	0.001	0.001
Si	16.294	-5.461	12.313	0.014	0.012	-0.006
Si	19.033	-2.738	12.221	0.008	-0.002	0.003
Si	21.768	-0.004	12.116	-0.003	0.004	0.001
Si	24.497	2.717	12.024	0.01	-0.004	0.008
Si	21.774	5.436	12.104	0.011	-0.009	-0.002
Si	24.475	8.133	12.044	0.001	0.001	-0.003
Si	21.753	-5.452	12.141	-0.008	0.017	0.007
Si	24.491	-2.728	12.054	-0.003	0.001	-0.003
Si	27.213	0.006	11.988	0.002	0.015	0.013
Si	29.933	2.676	11.995	0.013	-0.009	0.013
Si	27.215	5.419	11.999	0.005	0.01	0.006
Si	29.931	8.122	11.979	0.009	0.005	0.01
Si	27.202	-5.462	11.978	-0.01	-0.008	-0.011
Si	29.939	-2.726	11.953	-0.023	0.022	-0.001
Si	-32.62	-0.049	11.972	0	-0.002	0.005
Si	-29.909	2.68	11.976	-0.014	0.008	-0.008
Si	-32.619	5.393	11.977	-0.002	-0.005	-0.002
Si	-29.855	8.133	12.012	-0.003	-0.011	0.007
Si	-32.606	-5.472	11.979	0.007	0.005	0.005
Si	-29.885	-2.759	12.004	0.002	0.007	0.007
Si	-27.171	-0.027	12.026	-0.014	0.008	0.01
Si	-24.45	2.706	12.088	-0.012	-0.001	0.002
Si	-27.154	5.41	12.027	-0.008	0.015	-0.005
Si	-24.449	8.12	12.073	0.004	0.005	-0.004
Si	-27.162	-5.483	12.04	0.001	-0.005	0.002
Si	-24.454	-2.757	12.054	0.001	-0.007	-0.001
Si	-21.744	-0.011	12.127	0.013	-0.009	-0.002
Si	-19.026	2.731	12.15	0.004	-0.018	-0.004
Si	-21.737	5.448	12.115	-0.011	0.012	-0.002
Si	-19.034	8.183	12.154	-0.015	0.013	0.004
Si	-21.742	-5.451	12.091	-0.013	0.001	-0.007
Si	-19.019	-2.697	12.153	0.001	-0.016	-0.006
Si	-16.319	0.036	12.197	0.001	0.013	-0.002
Si	-13.589	2.765	12.231	-0.011	0.008	-0.012
Si	-16.309	5.481	12.202	0.007	0.006	0.002
Si	-13.596	-8.124	12.256	0.017	-0.004	0.003
Si	-16.332	-5.417	12.22	0.008	0.009	0.013
Si	-13.618	-2.691	12.255	-0.003	0.005	-0.006
Si	-10.881	0.041	12.316	-0.002	-0.002	-0.006
Si	-8.154	2.762	12.365	-0.013	-0.01	0.006
Si	-10.871	5.483	12.293	-0.001	0	-0.008
Si	-8.162	-8.125	12.346	0.009	-0.009	-0.008
Si	-10.889	-5.411	12.333	-0.004	0.005	0.001
Si	-8.157	-2.7	12.365	0.002	0.01	-0.007
Si	-5.437	0.03	12.428	0.007	-0.013	0.014
Si	-2.722	2.753	12.467	0.014	-0.008	0.009
Si	-5.445	5.47	12.431	-0.001	-0.011	0.011
Si	-2.729	8.184	12.465	0	-0.002	-0.002
Si	-5.441	-5.401	12.399	-0.009	-0.008	-0.007
Si	-2.74	-2.687	12.443	-0.012	0.022	-0.006
Si	1.325	-1.336	13.85	-0.017	0.006	-0.004
Si	4.051	1.382	13.863	-0.008	-0.003	-0.003
Si	1.342	4.101	13.871	0.019	-0.006	0.002
Si	4.059	6.804	13.865	0.012	0.003	-0.006
Si	1.325	9.545	13.878	-0.01	0.015	-0.001
Si	4.046	-4.065	13.888	0.002	0.009	-0.007
Si	6.76	-1.361	13.881	0.002	0.01	-0.002
Si	9.495	1.347	13.837	-0.001	0.01	0
Si	6.78	4.092	13.838	0.007	-0.003	-0.009
Si	9.496	6.779	13.833	-0.013	-0.014	-0.009
Si	6.771	9.518	13.862	-0.008	0.001	-0.008
Si	9.491	-4.1	13.843	-0.001	-0.011	-0.002
Si	12.234	-1.376	13.78	0.011	-0.006	-0.008
Si	14.957	1.328	13.713	-0.01	-0.002	-0.006
Si	12.215	4.059	13.793	-0.003	-0.002	-0.001
Si	14.951	6.755	13.719	0.008	-0.007	-0.002
Si	12.217	9.491	13.792	-0.001	0.01	0
Si	14.954	-4.114	13.714	-0.001	-0.002	0.002
Si	17.688	-1.396	13.621	-0.008	0.003	0
Si	20.424	1.337	13.528	-0.008	0.015	0.007
Si	17.697	4.042	13.632	0.02	0.006	0.003
Si	20.436	6.768	13.53	0.005	-0.001	0.004
Si	17.687	9.481	13.618	-0.015	0	0.001
Si	20.414	-4.109	13.536	-0.007	-0.004	0.004
Si	23.141	-1.383	13.443	0.002	-0.009	0.005
Si	25.869	1.363	13.376	-0.004	0.006	0.004
Si	23.147	4.062	13.426	-0.013	0.008	-0.001
Si	25.857	6.775	13.374	-0.007	-0.001	-0.005
Si	23.141	9.482	13.446	0	-0.016	-0.004
Si	25.863	-4.118	13.381	0.016	0.002	-0.002
Si	28.582	-1.38	13.326	0.022	-0.002	0.004
Si	31.309	1.311	13.337	0.011	-0.022	0.008
Si	28.59	4.064	13.353	-0.004	-0.009	0.009
Si	31.307	6.772	13.34	0	0.002	0.002
Si	28.568	9.498	13.335	-0.008	0.004	-0.002
Si	31.305	-4.087	13.313	-0.003	0.003	-0.008
Si	-31.251	-1.383	13.343	-0.015	0.002	-0.003
Si	-28.544	1.352	13.358	-0.02	0.016	-0.001
Si	-31.257	4.04	13.344	0.002	-0.009	-0.005
Si	-28.502	6.776	13.381	0.024	-0.008	0.003
Si	-31.24	9.499	13.353	0.004	0.004	-0.001
Si	-28.529	-4.108	13.389	0.002	-0.006	0.002
Si	-25.812	-1.381	13.405	0.013	-0.005	0.005
Si	-23.103	1.361	13.479	0.003	-0.008	0.009
Si	-25.812	4.081	13.427	0	0.012	0.005
Si	-23.104	6.802	13.476	-0.006	0.008	0.01
Si	-25.808	9.492	13.417	-0.001	-0.004	0.004
Si	-23.106	-4.097	13.441	0.007	-0.017	-0.004
Si	-20.393	-1.351	13.501	0.001	0.003	0.005
Si	-17.688	1.394	13.54	0.01	-0.017	0.013
Si	-20.394	4.096	13.502	0.003	0.002	0
Si	-17.694	6.83	13.546	0.009	-0.009	0.005
Si	-20.414	9.542	13.496	0	0.024	0.001
Si	-17.712	-4.046	13.552	-0.014	0.026	0.005
Si	-14.991	-1.315	13.582	-0.001	-0.006	0.005
Si	-12.264	1.421	13.63	-0.012	0.013	-0.002
Si	-14.964	4.122	13.566	0.02	-0.019	-0.007
Si	-12.25	-9.486	13.624	0.012	-0.004	-0.013
Si	-14.989	-6.78	13.596	-0.006	-0.01	0.001
Si	-12.286	-4.056	13.646	0.016	0	-0.012
Si	-9.536	-1.329	13.682	-0.001	-0.01	-0.01
Si	-6.81	1.402	13.745	0	0.005	0.003
Si	-9.536	4.14	13.681	-0.013	0.024	-0.006
Si	-6.83	-9.472	13.738	-0.019	0.018	-0.004
Si	-9.526	-6.774	13.692	-0.011	-0.013	-0.006
Si	-6.807	-4.061	13.748	0.011	-0.004	0.003
Si	-4.086	-1.336	13.796	0.014	-0.013	0.002
Si	-1.37	1.384	13.833	0.007	-0.014	-0.002
Si	-4.086	4.122	13.804	-0.012	0.003	0.002
Si	-1.373	6.844	13.854	-0.011	0.008	-0.004
Si	-4.104	9.558	13.786	0.009	0.003	-0.008
Si	-1.397	-4.055	13.815	0.002	0.025	-0.015
Si	2.698	0.012	15.213	0.015	0.011	-0.005
Si	5.425	2.746	15.208	0.012	0.013	-0.011
Si	2.707	5.452	15.241	0.007	-0.004	0.004
Si	5.427	8.151	15.222	0.006	-0.005	0.002
Si	2.676	10.906	15.247	0	-0.004	0.013
Si	5.404	-2.713	15.263	-0.01	-0.003	0.012
Si	8.138	0.004	15.223	-0.002	-0.009	0.001
Si	10.877	2.699	15.183	-0.009	0.003	0.005
Si	8.154	5.423	15.21	0.004	0.006	-0.004
Si	10.874	8.129	15.179	0.002	0.001	-0.007
Si	8.147	10.859	15.223	0.007	-0.008	0.004
Si	10.89	-2.737	15.158	0.008	0.014	0.002
Si	13.617	-0.016	15.116	0.011	0.002	-0.003
Si	16.344	2.685	15.032	-0.016	-0.021	-0.006
Si	13.602	5.409	15.127	0.004	-0.003	0.008
Si	16.355	8.115	15.019	0	-0.001	-0.003
Si	13.609	10.851	15.107	0.007	0.004	-0.004
Si	16.344	-2.745	15.021	0.009	-0.003	-0.005
Si	19.076	-0.025	14.923	0.003	-0.005	-0.009
Si	21.805	2.718	14.832	0.013	-0.008	0.002
Si	19.096	5.407	14.93	-0.011	0.002	0.004
Si	21.821	8.13	14.859	0.007	0.021	-0.001
Si	19.076	10.85	14.925	0.006	0.012	0
Si	21.81	-2.751	14.844	-0.014	0.003	0.001
Si	24.525	-0.007	14.754	0.007	0.01	-0.002
Si	27.232	2.726	14.73	0.016	0.008	0.01
Si	24.519	5.424	14.764	0.01	0.001	-0.008
Si	27.214	8.143	14.719	-0.021	-0.011	0
Si	24.526	10.836	14.778	-0.016	-0.007	-0.006
Si	27.247	-2.752	14.705	-0.006	-0.004	-0.005
Si	29.953	-0.048	14.694	-0.018	-0.003	0.001
Si	32.668	2.676	14.697	-0.004	-0.005	-0.005
Si	29.952	5.424	14.721	0.006	0.006	0.01
Si	32.672	8.137	14.701	0	0.001	0.008
Si	29.935	10.879	14.667	0.012	0.003	0.005
Si	32.667	-2.74	14.688	0.01	0.017	0.004
Si	-29.911	0.002	14.709	0.015	0.005	-0.011
Si	-27.205	2.72	14.743	-0.01	-0.001	-0.012
Si	-29.881	5.404	14.697	-0.017	0.004	-0.018
Si	-27.163	8.133	14.773	0.003	-0.001	0.008
Si	-29.901	10.855	14.746	-0.011	-0.016	0.007
Si	-27.171	-2.743	14.765	-0.017	0.003	0.011
Si	-24.47	-0.023	14.805	-0.017	0.008	0.004
Si	-21.766	2.747	14.863	0.009	0.002	-0.004
Si	-24.474	5.445	14.82	-0.001	0.002	0.001
Si	-21.778	8.19	14.854	0.005	0.01	-0.007
Si	-24.462	10.859	14.79	0.002	0.012	-0.006
Si	-21.762	-2.735	14.818	-0.006	-0.01	-0.016
Si	-19.067	0.031	14.873	-0.015	-0.008	-0.003
Si	-16.347	2.776	14.899	0.013	0.018	-0.003
Si	-19.06	5.463	14.895	-0.011	-0.006	0
Si	-16.366	8.186	14.945	0.006	0.002	0.019
Si	-19.106	10.92	14.886	-0.006	-0.001	-0.008
Si	-16.387	-2.661	14.913	0.002	-0.007	-0.003
Si	-13.661	0.067	14.951	0.002	0.006	0.002
Si	-10.931	2.793	15.002	0.01	-0.002	0
Si	-13.629	5.474	14.949	0.002	0.01	-0.007
Si	-10.9	-8.149	15.004	-0.005	-0.007	-0.004
Si	-13.66	-5.427	14.987	0.009	0.002	0.018
Si	-10.917	-2.703	14.997	-0.014	0.008	-0.015
Si	-8.184	0.022	15.058	-0.017	-0.014	0.01
Si	-5.456	2.751	15.127	0.01	0.006	0.011
Si	-8.204	5.492	15.074	-0.002	-0.005	-0.001
Si	-5.484	-8.125	15.115	-0.008	-0.015	-0.013
Si	-8.168	-5.44	15.081	0.004	-0.001	0.005
Si	-5.431	-2.73	15.12	0.002	0.027	-0.004
Si	-2.727	0.007	15.169	0.005	-0.006	-0.002
Si	-0.014	2.721	15.214	-0.023	-0.01	0
Si	-2.743	5.48	15.189	0.02	0.005	-0.003
Si	-0.037	8.201	15.25	0.013	-0.002	0.005
Si	-2.756	-5.418	15.172	-0.015	-0.013	-0.005
Si	-0.053	-2.696	15.18	0.003	-0.017	-0.002
Si	1.34	1.345	16.587	0.009	-0.003	-0.002
Si	4.088	4.093	16.6	0.011	0.001	0.006
Si	1.341	6.825	16.587	0.002	-0.007	-0.011
Si	4.058	9.514	16.56	0.009	-0.007	-0.015
Si	1.288	-4.021	16.572	-0.025	0.02	-0.018
Si	4.036	-1.327	16.616	-0.002	-0.011	0.003
Si	6.772	1.39	16.58	0.004	0.002	-0.001
Si	9.522	4.055	16.563	0.002	-0.008	-0.005
Si	6.802	6.784	16.575	0.001	0.007	-0.005
Si	9.517	9.473	16.563	0.001	-0.017	-0.009
Si	6.799	-4.088	16.589	-0.006	-0.007	-0.009
Si	9.556	-1.36	16.529	-0.007	0.001	-0.01
Si	12.271	1.335	16.514	0.003	0.005	-0.006
Si	14.985	4.018	16.436	-0.002	0.011	0.004
Si	12.244	6.755	16.523	-0.006	0.004	-0.006
Si	14.988	9.447	16.402	0.01	-0.015	-0.007
Si	12.261	-4.116	16.497	0.01	-0.013	0.007
Si	15.007	-1.395	16.425	-0.015	0.005	-0.004
Si	17.725	1.298	16.341	0.008	-0.001	-0.006
Si	20.478	4.049	16.265	0.001	0	0.007
Si	17.751	6.739	16.33	-0.001	0.001	-0.003
Si	20.47	9.483	16.236	-0.018	-0.011	0.009
Si	17.729	-4.131	16.318	-0.014	0.005	-0.001
Si	20.466	-1.398	16.225	-0.008	-0.003	0.003
Si	23.188	1.353	16.142	-0.002	-0.002	-0.003
Si	25.887	4.089	16.119	-0.021	0.006	-0.003
Si	23.207	6.764	16.188	-0.001	-0.022	-0.002
Si	25.883	9.472	16.142	0.011	0.011	-0.005
Si	23.176	-4.147	16.164	-0.004	0.001	0.004
Si	25.893	-1.4	16.065	-0.006	0	-0.002
Si	28.602	1.328	16.029	0.014	0	-0.014
Si	31.33	4.045	16.051	-0.007	-0.01	0.01
Si	28.567	6.788	16.074	0.007	0.011	-0.008
Si	31.287	9.526	16.019	0.006	0.001	-0.013
Si	28.608	-4.097	16.083	-0.019	0.016	0.008
Si	31.322	-1.393	16.067	0.008	0	0.002
Si	34.024	1.353	16.1	-0.007	0.003	0.006
Si	-28.553	4.078	16.121	0.001	0.022	0.009
Si	34.063	6.776	16.041	0.009	-0.01	-0.02
Si	-28.531	9.495	16.107	-0.002	0.013	-0.015
Si	34	-4.084	16.076	-0.001	0.007	-0.003
Si	-28.551	-1.341	16.067	0.001	0.003	-0.007
Si	-25.857	1.369	16.105	0.006	-0.002	-0.004
Si	-23.13	4.12	16.219	-0.005	-0.004	0.003
Si	-25.82	6.81	16.189	-0.001	-0.005	0.01
Si	-23.137	9.549	16.226	-0.008	0	0.015
Si	-25.806	-4.102	16.144	0.001	-0.011	-0.01
Si	-23.102	-1.386	16.176	0.009	-0.006	-0.006
Si	-20.404	1.397	16.233	-0.015	0.014	0.007
Si	-17.691	4.122	16.276	-0.001	0.01	-0.001
Si	-20.435	6.841	16.226	0.01	-0.015	-0.013
Si	-17.781	9.558	16.249	-0.015	0.022	-0.015
Si	-20.46	-4.046	16.27	-0.009	0.003	0
Si	-17.746	-1.299	16.283	0.014	0.003	0.012
Si	-15.039	1.438	16.303	0.01	-0.012	0.007
Si	-12.305	4.147	16.365	-0.009	0.014	0.009
Si	-15.004	6.807	16.299	0.005	-0.004	-0.016
Si	-12.29	-6.819	16.329	0.017	-0.009	-0.018
Si	-15.084	-4.048	16.268	-0.004	0.024	-0.008
Si	-12.301	-1.306	16.276	0.017	-0.01	-0.03
Si	-9.561	1.44	16.334	-0.005	0.012	-0.008
Si	-6.826	4.155	16.426	-0.018	0.002	-0.005
Si	-9.577	-9.475	16.429	-0.026	0.014	0.001
Si	-6.827	-6.787	16.499	0.004	-0.016	0.005
Si	-9.574	-4.079	16.367	-0.037	0.015	-0.002
Si	-6.815	-1.363	16.401	0.016	-0.015	-0.015
Si	-4.096	1.376	16.483	0.003	0	-0.007
Si	-1.384	4.097	16.535	-0.009	0.009	-0.001
Si	-4.138	6.861	16.502	0.001	-0.002	-0.006
Si	-1.424	9.58	16.59	0.002	0.003	0.011
Si	-4.111	-4.087	16.551	0.007	0.007	0
Si	-1.409	-1.371	16.564	-0.001	0.022	-0.006
Si	-0.033	-0.041	17.927	-0.018	-0.023	-0.003
Si	2.72	2.711	17.928	0.003	-0.012	-0.001
Si	-0.034	5.447	17.908	0.012	0.002	0
Si	2.715	8.178	17.95	0.024	0.019	-0.005
Si	-0.081	-5.344	17.953	0.022	0.023	-0.003
Si	2.617	-2.662	17.96	-0.002	-0.003	0.001
Si	5.405	0.055	17.963	-0.011	0.008	0.008
Si	8.159	2.722	17.949	-0.014	-0.004	-0.01
Si	5.461	5.453	17.972	0.002	-0.003	-0.001
Si	8.178	8.1	17.956	0.014	0.002	-0.001
Si	5.425	10.846	17.921	0.002	0.002	-0.011
Si	8.213	-2.714	17.892	0.008	-0.006	-0.011
Si	10.92	-0.011	17.903	-0.007	0	0.008
Si	13.65	2.676	17.872	0.001	0.007	0.007
Si	10.903	5.391	17.928	-0.011	0.019	-0.005
Si	13.649	8.112	17.832	0.016	0.005	0.002
Si	10.912	10.83	17.877	-0.014	0.008	0
Si	13.656	-2.746	17.808	0.021	0.01	0.007
Si	16.402	-0.058	17.772	-0.008	-0.017	0
Si	19.124	2.667	17.631	-0.009	0	0.001
Si	16.395	5.383	17.717	0.013	0.01	-0.005
Si	19.167	8.1	17.623	0.001	-0.007	-0.012
Si	16.394	10.802	17.688	-0.009	0.016	-0.003
Si	19.135	-2.768	17.613	-0.006	-0.008	0
Si	21.854	-0.013	17.515	0.003	0.018	-0.007
Si	24.556	2.715	17.483	0.008	-0.005	-0.003
Si	21.883	5.413	17.589	-0.014	0.01	-0.001
Si	24.566	8.107	17.569	0.006	0.002	0.018
Si	21.85	10.821	17.589	0.006	0.019	-0.005
Si	24.561	-2.764	17.449	0.015	-0.009	-0.021
Si	27.263	-0.034	17.387	-0.006	0.006	-0.014
Si	29.948	2.684	17.384	0.005	-0.001	0.004
Si	27.224	5.461	17.494	-0.002	0.007	0.019
Si	29.926	8.184	17.38	-0.016	0.01	-0.007
Si	27.26	10.853	17.457	-0.005	-0.007	-0.002
Si	29.99	-2.752	17.451	-0.007	-0.021	0.036
Si	32.647	-0.009	17.441	-0.001	0.011	0.007
Si	35.375	2.716	17.491	-0.013	-0.009	0.018
Si	32.74	5.391	17.379	0.012	0.007	0.006
Si	35.39	8.124	17.45	0.025	-0.023	-0.004
Si	32.603	10.883	17.412	-0.002	0.002	0.009
Si	35.36	-2.687	17.404	-0.006	-0.01	-0.012
Si	-27.212	0.014	17.455	-0.018	0.013	-0.023
Si	-24.535	2.729	17.494	-0.003	0.028	-0.014
Si	-27.216	5.451	17.511	-0.011	0.001	-0.005
Si	-24.481	8.178	17.591	0.007	0.021	0.011
Si	-27.174	10.848	17.476	-0.006	-0.037	0
Si	-24.449	-2.757	17.537	0.006	-0.017	0.014
Si	-21.758	-0.009	17.539	0.026	-0.017	0
Si	-19.05	2.76	17.621	0.033	-0.035	0.004
Si	-21.794	5.519	17.601	-0.021	0.028	0.002
Si	-19.124	8.206	17.626	-0.004	0.011	-0.009
Si	-21.829	10.921	17.643	0.023	0.019	0
Si	-19.108	-2.667	17.635	-0.028	0.001	0.002
Si	-16.451	0.126	17.655	-0.014	0.007	-0.004
Si	-13.717	2.809	17.692	0.002	0.004	0.005
Si	-16.371	5.49	17.683	0.009	-0.002	-0.027
Si	-13.653	8.136	17.676	0.021	-0.017	0
Si	-16.483	10.936	17.622	-0.012	-0.002	0
Si	-13.73	-2.647	17.555	0.013	0.023	-0.018
Si	-10.953	0.075	17.612	-0.019	-0.019	-0.018
Si	-8.197	2.777	17.715	-0.02	-0.003	0.001
Si	-10.965	5.494	17.768	0.012	0	0.03
Si	-8.212	-8.152	17.829	-0.013	-0.004	-0.004
Si	-10.94	-5.472	17.685	0.035	-0.013	0.007
Si	-8.177	-2.751	17.705	0.004	0.01	-0.009
Si	-5.465	-0.023	17.774	0.01	0	-0.01
Si	-2.758	2.734	17.866	-0.009	-0.02	-0.003
Si	-5.497	5.495	17.842	-0.001	-0.002	0.003
Si	-2.84	8.227	17.911	-0.009	0.01	0.018
Si	-5.476	-5.454	17.914	0.016	0.005	0
Si	-2.761	-2.739	17.942	0.015	-0.014	-0.01
O	5.439	-1.402	3.369	-0.229	0.128	-0.053
O	19.324	-4.617	2.883	-0.1	-0.386	0.099
O	26.375	7.297	1.684	-0.17	-0.171	-0.133
O	28.725	5.128	1.613	-0.288	0.027	-0.278
O	31.283	-3.711	2.942	-0.12	0.095	-0.241
O	-31.735	-2.285	2.919	0.633	-0.119	-0.234
O	-30.083	-0.333	2.44	0.158	0.242	-0.472
O	-28.368	1.319	3.432	0.077	0.049	-0.185
O	-26.411	2.943	2.658	-0.009	-0.083	-0.402
O	-31.778	2.924	2.576	-0.062	-0.315	-0.17
O	-32.237	8.053	2.603	-0.397	-0.147	-0.192
O	-30.452	-6.324	2.777	-0.158	0.048	0.14
O	-25.631	-1.534	3.39	-0.031	-0.104	-0.709
O	-26.045	5.081	1.197	0.01	0.49	-0.004
O	-22.803	-3.003	2.676	-0.391	0.31	-0.001
O	-21.582	3.135	2.621	-0.087	-0.042	-0.19
O	-19.635	4.735	3.026	-0.011	-0.354	-0.078
O	-17.299	-3.03	2.834	-0.186	0.489	-0.467
O	1.109	0.689	26.936	-0.116	-0.121	0.237
O	-0.587	0.256	24.999	0.31	-0.556	0.212
O	0.339	-5.935	24.971	-0.031	0.104	0.288
O	-0.835	-5.496	27.257	-0.044	-0.281	0.54
O	3.429	-0.671	26.765	-0.172	-0.122	0.415
O	3.289	-2.422	24.746	-0.35	0.254	0.141
O	4.274	0.597	24.232	-0.192	-0.352	0.251
O	9.255	7.664	24.497	-0.111	0.217	0.288
O	7.07	-7.264	24.146	-0.518	-0.149	0.007
O	5.61	-5.183	24.665	-0.336	0.028	0.337
O	11.554	-6.264	24.441	-0.134	-0.126	0.296
O	17.199	-1.887	25.52	-0.33	0.368	0.079
O	20.994	5.825	24.402	-0.044	-0.214	0.34
O	25.435	5.84	24.732	-0.069	0.3	-0.224
O	20.625	-4.101	23.597	-0.121	0.188	0.473
O	22.744	-5.737	24.161	0.012	0.19	0.321
O	29.208	-6.647	24.863	-0.483	0.198	-0.525
O	26.835	-4.809	24.62	-0.367	-0.431	0.204
O	28.934	-4.33	26.143	0.339	0.083	0.171
O	31.012	-3.781	23.585	0.391	-0.248	-0.025
O	31.523	1.029	23.619	-0.553	-0.259	-0.287
O	-31.978	-0.899	23.852	-0.075	-0.095	0.254
O	-29.148	6.933	24.621	-0.001	-0.229	0.029
O	-32.535	-5.653	24.164	0.363	-0.462	0.434
O	-30.042	-2.617	24.192	-0.11	-0.114	0.067
O	-28.698	-6.892	25.142	0.059	-0.012	0.294
O	-24.921	-1.897	24.244	0.4	0.263	0.271
O	-20.023	-0.838	24.75	0.128	0.196	-0.442
O	-18.247	2.346	25.45	0.558	0.148	0.131
O	-18.84	-7.844	24.576	-0.057	-0.24	0.064
O	-20.5	-5.989	25.3	-0.121	-0.424	-0.317
O	-16.668	0.404	24.669	-0.133	0.011	0.035
O	-13.958	3.295	24.325	-0.542	0.049	0.183
O	-15.16	4.613	26.075	-0.105	-0.303	0.04
O	-12.634	7.557	23.806	-0.17	-0.059	-0.191
O	-14.535	-7.079	24.04	-0.616	0.35	0.032
O	-15.473	-5.895	26.066	-0.136	-0.305	0.094
O	-10.824	-6.736	24.804	0.209	-0.332	0.037
O	-8.996	-2.483	24.31	-0.363	-0.54	0.247
O	-6.78	-2.519	25.556	0.287	0.411	0.153
O	-5.831	0.438	24.542	0.346	-0.183	0.274
O	-2.099	-3.597	26.144	0.678	0.133	-0.045
O	5.988	-0.537	-2.758	0.373	0.269	-0.113
O	5.169	2.766	25.444	-0.012	0.165	0.676
O	4.495	6.208	-3.469	0.101	-0.049	0.536
O	0.985	4.905	25.963	0.362	-0.464	0.319
O	4.761	-7.474	26.957	-0.16	0.016	-0.176
O	2.818	7.881	28.493	0.298	-0.125	0.391
O	0.547	6.627	27.935	-0.029	-0.094	0.074
O	-0.566	3.062	29.03	-0.114	-0.441	0.086
O	1.778	-2.945	28.766	-0.667	0.606	-0.397
O	8.033	-0.279	25.134	0.101	-0.107	0.219
O	9.593	3.283	27.277	-0.16	-0.067	-0.075
O	10.071	1.098	26.053	0.385	-0.532	0.06
O	4.596	3.696	-4.08	-0.217	-0.394	-0.628
O	12.831	7.358	28.402	-0.529	0.088	0.349
O	11.467	1.537	28.156	0.188	0.192	0.347
O	9.588	-4.543	27.565	-0.18	-0.433	-0.411
O	14.552	-6.944	-2.587	0.229	-0.394	0.095
O	11.316	-0.8	-3.576	-0.045	0.183	0.269
O	11.898	3.099	26.003	0.183	-0.264	0.357
O	12.993	-7.528	26.241	0.283	0.242	0.071
O	13.994	-5.468	25.077	-0.247	0.053	0.535
O	13.858	-2.222	28.502	0.025	0.171	0.019
O	16.132	-4.182	25.855	0.483	-0.38	0.208
O	8.851	-4.037	-4.009	0.145	0.225	0.325
O	15.953	1.51	27.289	-0.543	-0.57	0.16
O	16.589	3.089	25.14	-0.505	0.206	-0.187
O	18.831	4.297	25.695	0.646	0.192	0.05
O	17.017	5.442	27.144	0.123	0.736	0.036
O	20.099	7.781	26.151	-0.021	-0.02	0.129
O	21.995	8.152	24.391	0.078	-0.054	-0.541
O	17.852	-7.777	-3.228	-0.404	-0.36	0.119
O	19.438	-6.455	27.853	0.351	0.307	-0.188
O	20.068	-0.543	-4.223	0.332	-0.264	-0.001
O	23.778	-1.734	25.736	-0.077	-0.294	0.309
O	22.776	-2.025	-2.999	-0.452	-0.218	0.058
O	26.741	-4.87	-3.027	0.35	0.144	0.55
O	23.862	3.963	25.683	-0.194	0.169	0.143
O	26.614	-3.753	27.129	-0.132	0.341	0.171
O	28.11	1.615	26.67	0.024	0.278	0.298
O	22.583	3.483	1.355	0.527	0.076	-0.405
O	27.548	-2.322	25.143	-0.403	0.293	-0.061
O	30.55	1.868	25.898	0.282	0.31	0.503
O	25.255	-2.692	-3.761	0.478	0.115	0.018
O	30.058	7.561	26.165	-0.011	-0.633	0.161
O	32.298	-7.854	27.33	-0.092	-0.347	0.238
O	21.86	6.477	-2.944	0.164	-0.339	0.426
O	32.572	-3.557	25.667	0.007	0.045	-0.14
O	-31.196	-1.537	26.285	0.324	0.289	0.518
O	-29.699	0.001	24.783	0.069	-0.016	0.44
O	-27.96	1.874	25.281	0.454	0.59	0.084
O	-26.494	-0.2	25.943	0.353	0.023	0.287
O	-30.763	1.675	28.65	-0.456	0.242	-0.274
O	-27.189	5.514	-4.228	0.146	-0.046	-0.105
O	-28.164	5.153	26.109	0.341	-0.194	0.605
O	-26.64	7.266	25.493	-0.057	-0.215	0.221
O	-31.034	-7.784	25.721	-0.44	-0.259	-0.101
O	-27.968	-4.657	26.065	-0.604	-0.028	0.152
O	-28.217	-2.353	27.425	0.01	0.727	-0.014
O	-27.373	-2.384	24.926	-0.676	-0.381	-0.501
O	-22.716	-0.225	29.058	0.135	0.354	-0.183
O	-18.519	-0.813	0.043	0.142	-0.392	0.048
O	-22.028	-0.502	26.336	0.255	-0.407	0.049
O	-24.55	3.479	25.928	0.185	0.284	0.139
O	-22.676	6.429	25.678	0.757	-0.288	-0.005
O	-23.554	-6.926	-0.125	0.163	0.297	0.025
O	-22.15	8.036	27.709	0.486	-0.243	-0.042
O	-21.166	-3.318	28.035	-0.2	0.216	0.079
O	-15.266	0.857	29.116	-0.137	0.217	0.611
O	-20.775	1.644	25.518	-0.141	0.147	0.231
O	-20.083	4.144	26.113	-0.69	0.423	0.235
O	-17.659	4.99	26.432	0.323	-0.407	-0.315
O	-16.006	7	26.647	0.219	0.321	-0.299
O	-18.889	-7.298	27.078	0.201	-0.016	0.078
O	-16.241	-3.479	26.166	-0.34	0.328	0.008
O	-14.351	-1.81	25.585	0.356	-0.021	0.121
O	-12.075	0.596	25.762	0.24	0.577	0.176
O	-11.681	-1.923	26.311	0.021	0.129	-0.239
O	-16.183	1.852	26.904	0.546	-0.058	-0.456
O	-12.759	3.289	26.672	-0.035	-0.606	0.424
O	-5.258	8.114	-4.192	0.585	0.053	0.001
O	-12.862	5.534	25.443	-0.182	0.06	0.633
O	-18.104	-3.036	-2.812	-0.132	-0.488	0.125
O	-13.473	-7.52	26.534	0.404	-0.517	-0.384
O	-12.993	-5.292	25.324	-0.112	0.363	-0.05
O	-10.552	-4.242	25.536	0.563	0.076	-0.048
O	-11.288	-3.922	27.918	0.279	-0.403	0.231
O	-7.299	2.16	26.134	-0.307	0.523	-0.171
O	-3.918	0.923	27.325	-0.202	-0.036	0.206
O	-8.167	-0.267	25.516	-0.19	0.048	0.066
O	-10.254	3.579	25.804	0.073	-0.091	0.064
O	-4.357	3.202	25.891	-0.139	-0.047	-0.037
O	-8.254	5.069	24.961	0.117	-0.043	0.362
O	-10.689	7.089	25.496	0.102	-0.314	0.313
O	-6.819	-4.836	26.746	-0.311	-0.288	-0.072
O	-4.579	-3.698	25.944	-0.096	-0.508	0.289
O	-3.444	-1.353	26.382	-0.062	0.246	-0.075
O	-1.044	2.284	26.598	-0.008	0.032	-0.327
O	-26.158	2.086	-2.531	-0.306	0.292	-0.106
O	5.716	-1.777	25.755	0.293	0.067	0.41
O	-2.789	5.227	24.888	-0.207	-0.008	0.527
O	-0.88	6.876	25.746	-0.162	0.463	0.4
O	2.556	-2.058	0.335	0.373	0.041	0.176
O	-5.19	-5.271	-0.568	-0.1	-0.026	0.017
O	-2.875	-6.046	25.584	0.12	0.054	-0.195
O	-3.26	-5.197	28.057	0.052	0.028	0.089
O	1.26	-4.255	0.564	0.086	0.287	-0.156
O	4.541	0.302	-0.758	0.151	-0.407	0.194
O	-6.621	1.12	1.612	-0.392	0.054	-0.579
O	2.294	4.772	-3.437	-0.081	0.462	-0.055
O	8.255	-5.148	25.143	0.116	0.042	0.311
O	6.83	-6.543	-1.134	-0.209	0.002	0.025
O	11.489	-7.829	-2.621	0.502	0.164	-0.254
O	-1.264	4.835	27.271	-0.788	0.116	-0.181
O	-31.163	-2.648	-4.273	-0.136	0.2	-0.488
O	10.017	-3.159	25.327	0.241	0.414	-0.094
O	3.494	-4.312	-0.808	0.452	-0.307	0.004
O	3.597	0.427	-3.248	0.082	0.028	-0.502
O	9.137	5.397	25.745	-0.149	0.006	-0.157
O	8.734	2.031	-1.413	-0.231	0.324	-0.066
O	8.897	-7.649	-2.28	0.089	-0.683	0.567
O	11.641	-2.913	27.319	0.254	-0.353	0.226
O	14.072	-7.284	-0.027	0.344	0.04	0.281
O	26.635	-2.317	-0.766	0.005	0.767	-0.09
O	17.093	-6.073	28.9	-0.051	-0.296	-0.215
O	-4.357	-6.361	1.674	0.025	-0.146	-0.23
O	-27.422	2.234	-0.132	0.151	-0.007	0.531
O	15.264	6.445	28.789	0.387	-0.013	0.146
O	32.579	-5.869	-3.65	0.506	-0.375	0.19
O	-10.521	-1.513	-1.22	-0.29	-0.162	0.134
O	18.226	-7.844	-0.61	-0.724	0.092	-0.043
O	8.501	6.378	-0.874	-0.443	0.11	-0.067
O	9.939	-6.44	-4.314	0.199	-0.378	-0.453
O	17.084	-3.527	0.532	0.057	-0.391	0.248
O	10.465	-5.547	-1.937	-0.447	0.034	-0.11
O	11.699	-3.305	-2.457	-0.058	-0.337	-0.189
O	-24.071	-1.611	27.342	0.268	0.065	-0.218
O	20.842	2.869	-0.54	-0.274	0.44	-0.194
O	27.112	-0.192	2.054	-0.303	-0.164	-0.177
O	29.512	-2.601	-4.049	-0.594	-0.05	0.065
O	20.875	6.997	29.257	0.416	0.08	-0.517
O	19.448	6.704	-1.98	-0.316	-0.191	0.502
O	-12.185	-6.59	0.975	-0.186	0.011	-0.591
O	-20.102	1.285	0.219	-0.612	0.107	-0.461
O	20.956	1.306	1.544	0.095	-0.469	-0.211
O	24.134	-7.961	28.615	0.111	-0.534	-0.24
O	24.748	-4.029	-1.551	-0.287	-0.417	-0.02
O	-23.936	6.135	27.956	-0.002	-0.514	-0.258
O	-4.967	5.583	-3.447	-0.172	-0.288	-0.04
O	28.328	4.801	-3.26	0.644	0.021	0.159
O	28.164	4.485	28.514	0.249	0.143	-0.557
O	-23.871	1.048	26.967	-0.057	-0.151	-0.214
O	22.053	-1.143	27.569	-0.225	0.016	-0.548
O	-13.798	-4.585	-3.718	-0.468	0.12	0.15
O	-16.272	7.563	-1.044	-0.074	-0.129	-0.283
O	-32.2	-0.653	-2.922	0.213	0.558	0.638
O	-30.176	5.868	27.683	-0.453	-0.076	0.052
O	0.766	5.945	0.475	0.066	0.273	0.219
O	-15.589	2.668	-0.679	0.006	0.519	-0.206
O	27.749	7.472	24.796	-0.482	0.178	0.502
O	29	7.144	-2.298	0.207	-0.327	0.493
O	-30.537	-7.889	28.292	0.218	0.23	0.293
O	-25.834	-3.423	26.755	0.225	-0.399	-0.126
O	-3.819	4.624	-1.268	-0.566	-0.221	-0.051
O	6.91	-7.633	28.38	0.542	-0.714	-0.088
O	-10.4	-4.905	-0.04	0.041	0.452	0.023
O	30.282	-4.824	-2.671	-0.433	-0.183	-0.117
O	31.781	-2.815	-2.708	0.179	0.128	0.065
O	14.391	4.398	0.815	-0.225	0.037	-0.103
O	-0.172	3.948	-3.52	-0.052	0.519	-0.388
O	30.18	2.265	-1.377	-0.221	-0.302	0.014
O	-7.626	-3.561	28.946	-0.568	0.19	-0.314
O	-31.387	-5.682	27.45	-0.005	0.134	-0.475
O	-20.202	3.941	0.645	-0.004	0.021	-0.359
O	1.047	3.878	-1.23	-0.412	-0.539	0.231
O	-27.706	-2.234	-2.659	-0.448	0.343	0.051
O	-22.717	2.283	-0.942	0.535	0.247	0.168
O	-23.625	-4.18	27.967	-0.268	-0.331	0.254
O	16.387	5.121	-0.823	-0.199	0.659	-0.405
O	-19.363	-1.189	-4.178	0.209	0.228	0.067
O	-27.047	-0.112	-1.286	-0.734	-0.071	-0.153
O	-18.799	-2.818	29.202	-0.045	-0.643	0.344
O	-24.408	-8.046	26.415	-0.254	0.251	0.255
O	-19.552	6.501	27.394	-0.435	0.061	-0.255
O	-21.39	7.973	-0.192	-0.096	-0.355	-0.191
O	-19.645	1.639	28.42	-0.547	0.008	-0.399
O	-13.168	1.707	-0.064	0.287	-0.048	-0.842
O	-15.604	-1.434	27.797	-0.46	0.368	0.287
O	24.649	-0.99	28.137	0.326	0.332	-0.339
O	-27.86	-4.904	-2.596	-0.106	-0.27	-0.297
O	-17.471	7.501	28.752	0.105	-0.07	0.547
O	-14.985	-7.802	28.618	-0.242	0.31	0.41
O	-29.738	7.713	1.674	-0.171	0.05	-0.379
O	-18.113	0.133	26.88	0.256	-0.645	-0.171
O	-20.997	-0.999	-0.801	-0.1	0.197	-0.199
O	-13.17	-0.399	28.001	0.336	-0.044	0.224
O	-11.186	-0.225	-3.534	-0.164	0.523	0.143
O	-12.391	5.532	-3.47	0.755	-0.094	0.344
O	24.68	4.261	-1.366	-0.368	-0.193	0.037
O	-10.695	2.32	28.094	0.027	-0.122	0.33
O	-12.295	-8.074	28.797	0.299	-0.4	-0.429
O	23.533	-3.316	27.847	0.48	-0.286	-0.316
O	-14.773	-6.577	-1.543	0.243	0.032	-0.363
O	22.69	-7.336	-2.937	0.344	0.178	0.209
O	-29.423	3.365	27.364	0.276	0.019	-0.328
O	19.784	-1.818	28.773	-0.102	-0.13	0.172
O	-5.274	0.098	-0.347	0.086	-0.595	-0.238
O	25.294	-5.886	27.554	0.062	0.199	-0.648
O	-8.295	2.841	-0.375	0.695	0.05	-0.022
O	-1.77	2.365	-2.137	-0.066	0.383	0.317
O	9.198	3.196	-3.69	0.22	-0.503	-0.305
O	-6.316	-4.463	1.634	0.21	0.084	-0.438
O	-0.646	-5.9	-0.397	-0.061	-0.422	0.336
O	-2.72	4.334	-3.625	-0.18	0.096	-0.637
O	-4.752	-5.898	-3.066	0.382	-0.077	-0.15
O	-8.25	1.161	28.294	0.401	-0.713	0.006
O	-29.639	3.265	1.21	0.296	-0.151	0.233
O	25.444	-3.919	1.038	-0.033	-0.567	-0.031
O	-11.399	3.179	-3.515	0.003	-0.359	0.32
O	6.658	-2.752	-3.79	-0.247	-0.096	-0.203
O	-23.695	7.014	-1.189	-0.081	-0.334	-0.039
O	-0.37	-5.018	-2.805	0.045	-0.261	-0.277
O	-1.863	-7.134	-2.391	-0.534	0.069	-0.247
O	-25.619	-5.555	-1.184	0.379	0.026	-0.68
O	5.558	4.42	0.259	0.269	0.017	-0.074
O	7.088	-1.764	1.516	0.116	-0.533	-0.142
O	6.898	4.228	-2.838	0.038	0.229	0.509
O	1.682	3.748	1.394	-0.128	-0.027	-0.073
O	-4.08	1.605	1.591	-0.357	0.075	0.372
O	6.672	-2.464	-1.091	-0.123	-0.619	-0.07
O	8.456	-7.745	0.633	0.438	0.007	0.37
O	18.586	-3.51	27.008	0.115	-0.33	-0.481
O	-15.219	5.972	29.013	0.444	-0.014	0.303
O	3.36	-5.047	28.906	-0.293	-0.305	0.328
O	-0.585	7.477	-3.872	0.116	0.273	0.153
O	7.956	-0.271	-0.477	-0.143	-0.258	-0.188
O	-10.82	6.226	1.819	0.219	-0.448	-0.048
O	8.909	5.766	-3.41	0.161	0.521	-0.328
O	31.145	3.858	-3.271	-0.133	0.401	-0.4
O	16.968	4.109	1.465	0.287	-0.174	-0.261
O	23.85	2.181	-2.808	-0.793	0.302	-0.222
O	-11	7.351	-0.54	-0.386	-0.204	-0.068
O	24.425	5.974	0.606	-0.694	0.062	-0.255
O	-31.352	-6.964	0.434	0.171	-0.295	-0.255
O	11.148	-1.32	-1.025	-0.702	-0.095	0.041
O	0.786	-6.533	1.694	-0.107	-0.352	-0.396
O	32.346	5.099	-1.288	-0.131	0.542	-0.137
O	15.369	3.839	28.39	-0.742	0.049	0.131
O	21.04	-3.909	27.913	0.044	-0.315	-0.501
O	12.124	7.319	-0.347	0.014	-0.177	-0.094
O	-31.781	4.973	1.03	0.072	0.546	-0.1
O	15.621	-5.331	-0.782	0.566	-0.273	-0.085
O	11.831	-6.888	1.36	-0.197	0.297	-0.395
O	2.06	0.525	0.112	-0.109	0.468	-0.373
O	25.3	1.436	1.176	0.056	0.441	-0.234
O	13.022	-5.241	-1.296	-0.056	0.342	-0.164
O	-11.717	8.042	-3.012	0.06	0.609	-0.093
O	17.45	5.233	-3.268	0.054	0.563	0.011
O	9.149	-1.979	27.555	-0.443	0.615	-0.622
O	6.384	7.855	-2.808	0.123	-0.473	0.297
O	-26.652	-2.596	-0.297	0.184	-0.098	0.42
O	25.155	0.566	-1.347	0.634	0.238	-0.08
O	-19.216	-3.997	1.182	0.014	0.47	-0.07
O	-10.544	-0.194	27.802	0.423	-0.435	0.109
O	4.528	6.164	1.918	-0.23	-0.197	-0.372
O	19.4	-2.517	1.279	0.144	0.358	-0.059
O	-31.643	3.293	-2.804	-0.386	-0.661	-0.115
O	25.717	1.025	25.841	-0.327	-0.328	0.361
O	-4.775	-3.346	-2.392	0.045	0.257	0.133
O	3.878	-3.18	27.146	0.317	0.035	0.349
O	-28.479	7.274	29.154	0.087	0.33	-0.418
O	16.18	3.12	-2.586	-0.085	0.085	-0.488
O	-14.207	3.695	-3.851	0.223	0.014	0.411
O	6.407	-6.317	1.417	-0.53	0.148	-0.529
O	-23.296	7.129	1.357	-0.431	0.012	0.047
O	6.645	0.75	2.182	-0.417	0.339	-0.326
O	-31.471	-4.267	0.472	0.365	0.144	0.306
O	26.243	6.407	-1.226	0.614	0.04	0.32
O	-28.392	6.911	-2.379	-0.238	0.155	0.331
O	4.097	-5.004	-3.316	0.48	-0.016	0.133
O	-29.798	1.837	-3.928	0.509	-0.337	0.1
O	32.377	3.26	24.749	-0.115	-0.027	0.341
O	-8.682	0.288	-0.82	0.44	-0.266	-0.138
O	13.939	2.068	1.885	-0.171	-0.382	-0.465
O	30.345	7.645	28.789	0.066	-0.077	0.033
O	17.572	-6.882	1.631	-0.236	0.178	-0.454
O	-7.047	-3.008	-3.626	0.159	0.007	-0.402
O	29.318	-0.405	25.42	0.048	0.044	-0.021
O	29.983	0.224	27.909	0.003	0.138	0.422
O	-30.779	4.67	25.481	-0.189	0.301	0.085
O	-31.082	-2.874	-1.761	0.453	-0.028	-0.362
O	-13.935	-3.405	27.653	-0.173	-0.155	-0.212
O	-6.767	-6.962	0.811	-0.104	-0.016	-0.093
O	19.315	7.364	1.575	-0.348	-0.135	-0.099
O	30.167	-6.4	27.293	-0.031	0.158	0.408
O	32.2	-5.596	-1.046	0.087	0.298	-0.03
O	14.545	-3.527	-3.301	0.456	-0.406	0.326
O	-12.237	-2.534	-2.929	-0.49	0.364	0.168
O	17.811	-5.293	-4.265	-0.21	0.209	0.48
O	1.718	-4.728	26.837	-0.03	0.222	-0.327
O	32.5	0.048	28.823	0.088	0.191	0.093
O	-27.869	-7.03	-1.183	-0.6	0.05	-0.069
O	-26.983	7.048	-0.182	0.253	0.355	0.187
O	-4.796	-0.894	1.937	-0.463	-0.26	-0.1
O	-24.203	3.249	1.137	0.407	0.28	-0.14
O	-20.13	-5.997	-0.305	-0.007	0.109	-0.185
O	28.476	-6.876	-3.398	0.198	0.057	-0.382
O	-11.182	4.89	27.984	0.33	0.445	-0.257
O	1.745	2.221	-3.239	0.112	0.028	-0.108
O	28.946	2.391	-3.727	0.016	-0.432	-0.4
O	-2.827	6.754	-2.604	-0.113	0.129	-0.199
O	-23.615	8.128	-3.543	0.088	0.756	-0.053
O	-14.502	3.496	1.404	-0.175	0.381	-0.275
O	-25.121	-1.546	-2.309	0.089	0.029	-0.185
O	-9.073	-7.46	26.556	-0.129	0.332	0.176
O	-5.86	-0.923	-2.675	-0.441	0.03	-0.122
O	31.187	3.667	0.613	0.199	-0.139	0.431
O	-21.06	1.957	-3.036	0.264	0.089	0.444
O	11.074	7.01	26.359	-0.161	-0.027	0.249
O	-2.802	-2.679	2.45	-0.16	0.225	-0.608
O	-9.335	7.017	-2.417	0.352	-0.204	0.033
O	27.448	-6.588	1.224	-0.813	0.331	-0.135
O	24.698	4.147	-4.069	-0.391	0.576	0.062
O	31.29	1.245	-3.442	-0.087	0.011	-0.059
O	5.68	1.951	-2.496	0.551	-0.213	-0.158
O	-16.994	-6.891	0.605	-0.373	0.141	-0.158
O	-1.341	7.338	1.377	0.198	0.306	-0.288
O	-9.149	4.581	-3.42	0.14	-0.019	0.225
O	-1.031	-4.536	1.748	-0.102	-0.192	-0.094
O	-9.623	-2.334	-3.528	0.094	0.058	-0.501
O	-14.945	3.388	28.547	0.443	0.138	-0.195
O	22.727	-5.837	28.017	-0.309	-0.307	-0.118
O	-1.425	1.893	1.792	0.329	0.16	-0.286
O	-9.14	-1.492	1.11	0.383	-0.395	-0.201
O	-13.504	-4.208	-1.25	0.308	0.302	0.632
O	-10.857	2.888	0.353	-0.267	0.43	-0.035
O	7.347	-6.2	-3.771	-0.509	0.251	-0.064
O	9.63	6.407	1.468	0.424	-0.222	-0.204
O	-8.47	7.559	28.739	-0.643	-0.137	-0.041
O	31.1	6.214	0.77	0.363	0.323	-0.388
O	-4.129	4.743	1.299	-0.041	0.236	-0.002
O	4.022	1.21	1.709	0.663	-0.058	-0.19
O	-5.752	2.562	28.112	0.07	0.259	0.313
O	19.527	-0.811	24.945	0.626	-0.235	-0.133
O	12.706	6.3	-2.851	0.263	-0.56	0.243
O	-11.369	-4.946	-2.555	0.154	-0.372	-0.257
O	-18.854	8	-0.469	-0.259	-0.502	-0.513
O	-23.012	0.903	1.267	0.314	-0.188	-0.267
O	11.265	2.154	-2.198	0.091	-0.341	-0.326
O	12.309	3.134	0.021	-0.236	0.395	-0.119
O	2.663	8.085	2.499	-0.085	-0.066	-0.315
O	5.833	-5.268	28.046	0.133	0.561	-0.255
O	-17.282	6.897	1.346	0.348	-0.409	-0.248
O	-16.07	-4.318	-1.96	-0.247	-0.283	-0.332
O	12.687	0.628	-0.432	0.443	-0.236	-0.193
O	-18.032	-5.407	25.633	-0.228	0.419	0.315
O	29.046	7.67	1.534	0.475	0.182	-0.499
O	-3.514	-1.131	28.998	0.368	-0.043	0.064
O	-2.52	0.824	-0.271	-0.2	-0.627	0.031
O	-23.646	2.689	-3.351	0.241	0.475	-0.27
O	-16.437	-1.81	-1.161	0.233	-0.198	0.391
O	-1.448	-0.104	27.526	0.18	-0.256	0.478
O	3.697	-4.006	1.725	0.001	-0.074	-0.261
O	26.489	3.453	25.438	0.27	0.051	-0.447
O	28.957	-6.881	-0.807	0.246	-0.291	0.078
O	11.814	-1.014	1.504	0.532	-0.558	-0.268
O	15.241	1.025	-3.845	0.203	-0.633	-0.002
O	11.073	-4.132	0.075	0.344	-0.049	0.427
O	23.008	1.417	-0.106	0.107	0.349	-0.211
O	20.537	4.323	-2.704	0.502	-0.075	-0.314
O	-0.696	7.161	-1.215	0.607	-0.119	-0.114
O	15.861	0.092	2.35	-0.04	-0.334	-0.531
O	14.799	-2.861	-0.707	-0.366	0.298	0.256
O	18.864	2.7	2.36	-0.251	-0.091	-0.718
O	15.757	6.401	1.569	0.198	0.207	0.152
O	-29.191	-3.095	0.007	-0.011	0.457	-0.126
O	-19.057	-2.683	26.51	0.318	-0.313	0.072
O	13.494	-1.35	-2.363	0.274	0.719	0.176
O	14.739	-4.258	1.476	-0.449	0.264	-0.108
O	-17.369	2.495	29.305	0.301	0.219	0.451
O	20.092	-6.609	0.774	-0.27	0.124	-0.273
O	-23.13	0.265	-2.614	0.146	0.168	-0.008
O	21.338	-5.192	-3.568	0.274	0.688	0.219
O	-31.91	-3.261	28.152	-0.149	0.232	0.495
O	18.025	1.096	25.68	0.119	-0.193	-0.237
O	21.283	5.562	2.212	0.15	0.116	-0.226
O	-5.653	-5.239	29.116	-0.133	-0.152	0.397
O	31.556	-1.683	27.149	-0.581	-0.278	-0.24
O	23.917	-8.064	1.79	-0.062	0.066	-0.434
O	21.311	-4.322	1.14	0.595	0.313	-0.389
O	26.143	-7.409	-2.362	-0.49	0.201	0.744
O	18.253	-0.034	-2.497	-0.211	0.023	-0.387
O	20.06	1.762	-2.784	0.005	0.101	-0.498
O	-24.76	5.794	-3.194	0.048	-0.128	0.402
O	-29.632	2.589	-1.324	0.13	-0.416	0.255
O	-6.661	1.502	-2.036	0.022	0.26	-0.51
O	3.14	5.155	-0.431	0.169	0.621	-0.338
O	-9.165	-2.46	26.837	0.165	0.138	0.607
O	-19.126	4.25	28.56	0.264	0.138	0.365
O	27.824	-4.482	-0.386	-0.409	0.051	-0.067
O	-21.654	-5.03	1.578	0.182	-0.372	0.403
O	28.604	2.786	0.595	-0.335	-0.36	-0.376
O	32.027	-5.803	1.652	0.284	-0.358	0.216
O	30.614	1.227	1.055	-0.399	-0.505	-0.368
O	32.592	-0.038	2.015	0.159	0.009	-0.194
O	-32.175	5.684	-3.67	-0.11	0.497	0.316
O	18.487	7.544	28.197	-0.271	0.149	0.129
O	-8.11	3.686	28.423	-0.279	0.338	-0.323
O	-9.14	2.05	-2.754	-0.234	-0.398	-0.077
O	-13.278	-5.718	28.507	-0.211	-0.014	0.076
O	18.451	3.513	-1.44	-0.153	-0.268	0.708
O	-10.975	0.283	0.584	0.164	-0.18	-0.109
O	-13.375	-2.568	2.149	0.256	-0.007	-0.271
O	29.33	-2.633	-1.463	0.089	0.214	-0.006
O	26.488	4.357	0.551	0.004	0.11	0.226
O	-28.201	4.729	-0.288	-0.221	-0.058	-0.28
O	-29.198	4.345	-3.081	-0.183	0.102	-0.116
O	-26.121	-6.446	25.228	0.38	0.143	-0.156
O	26.512	2.914	-2.715	0.168	-0.331	0.421
O	20.153	-7.109	-2.277	-0.143	-0.028	0.244
O	0.201	-1.167	-0.588	-0.514	-0.275	0.164
O	-6.415	6.478	26.018	0.023	-0.216	0.537
O	3.579	2.666	-0.41	-0.122	0.001	-0.058
O	8.55	-5.178	0.259	-0.271	0.177	0.016
O	-2.786	-4.851	-1.618	0.214	0.41	0.533
O	-18.22	2.387	1.67	-0.117	0.48	0.205
O	24.518	-0.208	-3.88	0.332	0.334	-0.23
O	30.882	-7.371	-2.477	0.339	-0.55	-0.019
O	4.764	6.323	27.939	0.302	-0.411	-0.389
O	-25.934	7.98	-2.36	0.092	0.725	-0.03
O	29.687	-5.085	1.104	0.033	0.481	-0.034
O	24.409	-5.098	-4.098	-0.306	-0.101	-0.217
O	10.231	0.749	0.32	0.219	0.191	0.239
O	-4.543	7.106	27.804	0.627	-0.294	0.057
O	-24.228	2.976	28.588	0.008	-0.18	-0.126
O	4.394	-2.569	-2.496	-0.257	0.353	-0.176
O	9.012	-2.634	0.153	0.119	0.241	0.026
O	10.012	4.337	-1.489	0.218	-0.184	0.357
O	25.836	5.288	27.142	-0.354	0.523	0.249
O	-15.276	-4.865	0.453	0.053	0.203	0.257
O	-20.043	-7.966	29.219	0.023	-0.251	0.586
O	-1.692	5.077	0.159	0.055	-0.185	0.27
O	3.14	1.407	28.435	-0.087	0.248	0.05
O	6.971	6.514	1.221	-0.211	0.329	0.11
O	16.024	0.76	-1.351	-0.325	0.154	0.601
O	17.641	-1.104	-0.269	0.532	0.359	-0.132
O	21.952	-5.793	-0.929	0.333	0.121	-0.155
O	17.762	-7.331	26.012	-0.061	0.138	0.424
O	-8.823	-4.427	-2.13	0.516	0.075	0.188
O	-24.133	-4.557	0.841	-0.226	0.434	-0.248
O	-15.634	-2.293	-3.587	0.539	0.169	0.268
O	-26.245	2.085	27.259	-0.045	0.559	0.321
O	20.811	-0.566	-1.747	-0.163	-0.254	0.306
O	-17.084	0.757	-1.578	-0.426	0.021	-0.656
O	19.919	0.367	27.31	-0.063	0.469	0.378
O	27.563	-5.66	28.785	0.481	-0.305	-0.547
O	28.563	-2.191	1.021	0.555	0.005	-0.038
O	-18.303	2.96	-0.861	-0.3	0.503	-0.145
O	-21.162	-3.597	-0.63	-0.076	-0.059	-0.225
O	1.062	-0.261	-2.907	0.363	-0.104	0.092
O	3.183	7.024	25.995	-0.209	0.077	0.187
O	19.478	5.132	28.118	0.796	-0.332	-0.253
O	13.878	2.285	-1.965	0.133	0.653	-0.178
O	24.357	7.01	-2.899	0.117	-0.659	-0.015
O	13.409	7.499	1.983	-0.547	-0.244	-0.119
O	-16.686	3.231	-2.842	-0.36	0.237	0.182
O	-13.954	7.918	0.164	-0.025	-0.68	0.151
O	-6.555	-7.603	27.338	0.413	0.622	0.323
O	23.764	-7.327	26.07	0.365	-0.433	0.074
O	16.172	-1.597	-2.479	0.057	-0.205	-0.409
O	7.125	4.102	26.499	-0.395	-0.33	0.54
O	-25.033	1.221	-0.32	0.01	-0.299	0.279
O	-22.608	-2.259	-2.51	0.092	-0.326	-0.334
O	-31.286	-1.596	0.456	0.128	0.203	-0.22
O	14.896	-4.629	29.022	-0.149	-0.226	0.06
O	-25.795	-6.615	1.165	-0.246	-0.226	-0.33
O	1.936	-3.585	-2.747	-0.056	0.144	0.24
O	-9.858	-6.861	-1.711	0.487	0.035	0.384
O	-21.483	-5.839	28.295	0.562	0.018	-0.118
O	-7.313	6.451	-3.828	0.145	-0.227	0.092
O	26.182	2.865	27.917	0.086	-0.491	0.31
O	-4.006	0.93	-2.463	0.114	0.203	-0.106
O	-0.378	-2.438	-2.888	-0.46	-0.06	-0.494
O	26.812	6.842	-3.76	-0.389	0.144	-0.513
O	-1.565	-0.257	-2.418	-0.006	-0.11	-0.604
O	13.137	-1.131	26.155	0.268	0.304	0.138
O	-9.558	5.094	-0.129	0.281	0.059	-0.373
O	14.773	-7.292	29.058	-0.25	0.174	-0.488
O	-8.137	-6.097	28.62	-0.344	0.095	0.593
O	-3.081	3.197	28.147	-0.074	0.416	0.578
O	8.899	-1.353	-4.31	-0.126	0.133	0.366
O	-28.41	0.951	27.73	0.197	-0.559	0.125
O	-21.046	-3.255	25.002	-0.315	0.255	-0.047
O	3.955	-7.587	-3.6	-0.407	-0.168	0.513
O	-14.123	7.283	-2.394	-0.406	-0.326	-0.104
O	0.998	-7.233	27.222	-0.172	-0.144	-0.036
O	-8.659	7.409	0.618	0.142	0.052	-0.307
O	16.336	-2.623	27.928	0.047	0.597	0.098
O	-25.452	-2.751	29.225	0.52	0.229	0.128
O	8.695	5.41	28.354	0.073	0.347	0.154
O	17.884	3.105	27.956	0.378	-0.241	0.074
O	-20.163	-0.93	28.107	-0.612	0.093	-0.132
O	-4.761	-7.885	25.515	-0.239	-0.296	-0.183
O	-29.474	-4.189	28.708	0.402	-0.481	-0.044

Results
total energy: -400900.562 eV
total energy less fixed offsets of O -438.25, Si -107.07 eV per atom: 14.988 eV
